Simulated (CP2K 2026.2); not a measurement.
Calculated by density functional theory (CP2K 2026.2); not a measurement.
Periodic cell of 3456 atoms, Si2304O1152, from a study of silicon, its oxide and their interface. The atomic structure is a simulated model.
Doubt: the forces sum to 2.65 eV/angstrom along one axis rather than to zero, so they err by at least 0.0008 eV/angstrom per atom on average; the grid cutoff is modest.

Settings: functional PBE; method Gaussian and plane waves; basis set DZVP-MOLOPT-SR-GTH; pseudopotentials GTH-PBE; grid cutoff 300 Ry, relative cutoff 40 Ry; k points Gamma only; occupations fixed; spin none; net charge 0.

Cell vectors (angstrom)
a	130.56	0	0
b	0	16.32	0
c	-2.0417	2.6194	27.9469

Atoms: element, x, y, z (angstrom)
Si	1.246	-1.078	0.109
Si	4.593	1.244	0.063
Si	1.322	4.177	-0.031
Si	4.112	7.077	-0.102
Si	1.968	-6.935	-0.146
Si	4.783	-4.2	-0.122
Si	6.816	-0.99	-0.155
Si	9.743	1.658	0.095
Si	7.351	3.719	0.223
Si	10.148	6.623	0.121
Si	7.025	9.951	0.091
Si	10.297	-4.434	0.062
Si	12.743	-1.489	0.558
Si	15.56	1.047	0.555
Si	12.442	4.471	0.061
Si	15.421	6.538	0.247
Si	12.599	-6.592	0.392
Si	14.891	12.622	0.186
Si	2.977	0.021	1.268
Si	5.744	2.66	1.512
Si	2.971	5.424	1.158
Si	5.742	8.245	1.192
Si	3.088	-5.351	1.156
Si	5.798	-2.621	1.265
Si	8.479	0.003	1.244
Si	11.285	2.812	1.395
Si	8.475	5.463	1.339
Si	11.273	-8.184	1.516
Si	8.539	-5.291	1.449
Si	11.165	-2.809	1.574
Si	13.948	-0.01	1.849
Si	16.643	2.762	1.705
Si	13.872	5.46	1.624
Si	16.505	8.164	1.603
Si	13.916	11.048	1.7
Si	16.562	-2.763	1.596
Si	1.62	1.383	2.664
Si	4.293	4.114	2.632
Si	1.607	6.802	2.553
Si	4.362	9.581	2.595
Si	1.589	-4.086	2.508
Si	4.307	-1.371	2.627
Si	7.105	1.262	2.769
Si	9.817	4.107	2.767
Si	7.028	6.838	2.61
Si	9.782	-6.812	2.778
Si	7.113	-3.94	2.732
Si	9.713	-1.372	2.734
Si	12.466	1.428	2.918
Si	15.139	4.045	3.012
Si	12.51	6.809	2.977
Si	15.194	9.566	2.981
Si	12.447	12.24	3.05
Si	15.233	-1.459	3.114
Si	0.163	0.022	3.939
Si	2.927	2.767	4.016
Si	0.184	5.505	3.95
Si	2.938	8.197	3.917
Si	0.193	-5.444	3.842
Si	2.889	-2.725	3.936
Si	5.636	-0.038	4.066
Si	8.4	2.719	4.093
Si	5.637	5.485	3.978
Si	8.333	-8.154	4.065
Si	5.669	-5.373	3.992
Si	8.366	-2.643	4.182
Si	11.033	0.011	4.148
Si	13.75	2.723	4.366
Si	11.072	5.443	4.239
Si	13.791	8.2	4.344
Si	11.045	10.831	4.27
Si	13.767	-2.736	4.418
Si	1.324	-1.358	10.718
Si	4.028	1.385	10.782
Si	1.349	4.093	10.707
Si	4.052	6.851	10.818
Si	1.34	9.521	10.788
Si	4.028	-4.119	10.781
Si	6.792	-1.387	10.817
Si	9.532	1.37	10.941
Si	6.789	4.09	10.863
Si	9.417	-9.554	10.921
Si	6.726	-6.832	10.879
Si	9.465	-4.082	10.961
Si	12.22	-1.383	11.116
Si	14.875	1.205	11.183
Si	12.141	3.982	11.009
Si	14.923	6.748	11.08
Si	12.151	9.512	11.008
Si	14.922	-4.081	11.224
Si	2.637	0.019	12.109
Si	5.366	2.755	12.149
Si	2.624	5.502	12.106
Si	5.393	8.136	12.288
Si	2.673	-5.441	12.2
Si	5.404	-2.775	12.105
Si	8.137	-0.018	12.163
Si	10.829	2.653	12.445
Si	8.118	5.387	12.312
Si	10.728	-8.169	12.259
Si	8.017	-5.421	12.231
Si	10.825	-2.767	12.373
Si	13.531	-0.119	12.63
Si	16.256	2.542	12.486
Si	13.506	5.356	12.272
Si	16.256	8.076	12.476
Si	13.464	10.861	12.399
Si	16.221	-2.824	12.777
Si	1.231	1.384	13.46
Si	4.016	4.204	13.447
Si	1.223	6.751	13.558
Si	4.01	-6.8	13.64
Si	1.243	-4.027	13.466
Si	4.062	-1.378	13.359
Si	6.744	1.342	13.425
Si	9.455	4.05	13.75
Si	6.752	6.719	13.669
Si	9.347	-6.775	13.563
Si	6.647	-4.085	13.61
Si	9.44	-1.339	13.597
Si	12.158	1.314	13.91
Si	14.821	3.969	13.605
Si	12.085	-9.61	13.496
Si	14.803	9.445	13.661
Si	12.131	-4.135	13.804
Si	14.797	-1.508	14.156
Si	-0.038	0.007	14.959
Si	2.63	2.833	14.678
Si	-0.274	5.326	14.787
Si	2.619	8.084	14.952
Si	-0.124	-5.44	14.812
Si	2.664	-2.598	14.729
Si	5.405	-0.045	14.724
Si	8.004	2.612	14.911
Si	5.326	5.387	15.033
Si	8.104	8.167	14.952
Si	5.348	-5.399	15.095
Si	7.992	-2.651	14.869
Si	10.752	-0.129	15.145
Si	13.595	2.758	15.139
Si	10.895	5.445	15.017
Si	13.374	-8.257	14.82
Si	10.628	-5.465	14.997
Si	13.425	-3.021	15.464
Si	1.898	-0.811	16.112
Si	4.086	1.463	15.842
Si	1.164	3.988	16.083
Si	4.256	7.057	16.356
Si	1.431	-6.62	16.15
Si	3.562	-4.22	16.16
Si	6.815	-1.166	16.249
Si	9.04	1.009	16.259
Si	6.381	3.626	16.248
Si	9.815	7.131	16.2
Si	6.554	-7.056	16.333
Si	9.416	-3.851	16.222
Si	11.734	-1.81	16.536
Si	15.177	1.756	16.575
Si	12.547	4.445	16.402
Si	14.652	-9.697	16.1
Si	11.969	-6.974	16.141
Si	14.297	-4.945	16.778
Si	4.233	3.099	19.518
Si	11.208	3.246	-4.723
Si	1.456	-6.795	19.17
Si	2.715	-2.399	18.449
Si	5.493	-1.831	19.06
Si	13.598	3.961	-2.88
Si	9.805	1.422	19.142
Si	10.323	-1.734	-4.006
Si	1.582	5.105	-7.156
Si	18.854	-3.52	-5.989
Si	8.269	-5.577	18.461
Si	5.258	0.617	20.537
Si	10.802	-6.167	20.06
Si	2.804	5.27	18.198
Si	11.974	3.52	19.327
Si	20.152	-7.528	-6.93
Si	13.897	-6.01	-6.665
Si	14.042	1.387	19.404
Si	6.292	-4.526	20.594
Si	4.551	6.701	-4.88
Si	10.133	5.459	20.455
Si	20.44	-4.222	-3.54
Si	19.851	2.584	-4.136
Si	9.517	-6.868	-4.402
Si	8.024	5.465	18.261
Si	11.866	-0.802	19.442
Si	16.725	3.89	-6.443
Si	11.199	5.477	-6.691
Si	8.469	1.93	-3.839
Si	12.439	-6.662	-3.942
Si	8.411	-8.089	-1.876
Si	15.395	5.803	-4.627
Si	9.801	-0.587	-6.685
Si	14.45	-7.839	-1.896
Si	10.64	-4.515	-2.97
Si	13.293	-7.616	20.386
Si	6.572	7.322	20.097
Si	16.939	-7.973	-3.499
Si	16.419	-5.415	-5.127
Si	1.929	-0.82	-2.736
Si	7.544	-0.951	-3.17
Si	18.871	-0.874	-7.116
Si	2.681	2.233	-2.124
Si	11.599	0.212	-1.851
Si	4.228	-6.96	20.434
Si	5.908	6.713	-2.487
Si	4.17	3.68	-4.281
Si	16.056	-3.783	-2.711
Si	16.597	-0.735	-3.475
Si	17.538	1.183	-5.516
Si	8.307	1.937	-6.636
Si	19.64	7.333	-4.359
Si	6.656	3.963	-2.691
Si	14.499	1.332	-2.251
Si	17.814	-1.1	0.509
Si	20.573	1.2	0.723
Si	17.79	4.522	0.566
Si	20.382	6.975	1.038
Si	18.352	9.145	0.529
Si	20.467	11.982	0.775
Si	22.771	-1.068	0.426
Si	25.8	1.648	0.228
Si	22.21	4.509	0.504
Si	25.564	6.669	0.598
Si	22.776	9.933	0.518
Si	26.119	11.928	0.409
Si	28.837	-1.715	0.483
Si	31.564	1.065	0.385
Si	28.432	3.912	0.33
Si	31.723	6.493	0.079
Si	28.357	9.711	0.545
Si	31.036	12.476	0.912
Si	19.129	0	2.029
Si	21.624	2.817	2.014
Si	19.022	5.557	2.218
Si	21.876	8.347	2.057
Si	19.166	10.68	2.118
Si	21.724	-2.661	1.814
Si	24.466	0.119	1.579
Si	27.143	2.688	1.843
Si	24.194	5.29	1.803
Si	27.197	8.012	1.716
Si	24.496	10.899	1.762
Si	27.194	-2.782	1.771
Si	29.895	-0.012	1.721
Si	32.547	2.62	1.846
Si	29.874	5.485	1.43
Si	32.627	8.091	1.647
Si	29.803	10.841	1.999
Si	32.511	-2.686	2.237
Si	17.805	1.433	3.253
Si	20.345	4.092	3.44
Si	17.612	6.94	3.325
Si	20.525	9.51	3.517
Si	17.749	12.2	3.135
Si	20.466	-1.391	3.296
Si	23.15	1.396	3.143
Si	25.706	4.018	3.141
Si	23.129	6.786	3.268
Si	25.81	9.424	3.095
Si	23.155	12.291	3.139
Si	25.804	-1.313	3.019
Si	28.529	1.31	3.129
Si	31.116	4.073	3.017
Si	28.604	6.724	3.052
Si	31.26	9.404	3.136
Si	28.444	12.222	3.301
Si	31.122	-1.258	3.369
Si	16.46	-0.026	4.502
Si	19.068	2.686	4.733
Si	16.329	5.423	4.528
Si	19.071	8.147	4.701
Si	16.417	10.862	4.494
Si	19.092	-2.783	4.556
Si	21.831	0.007	4.566
Si	24.476	2.665	4.591
Si	21.772	5.46	4.656
Si	24.525	8.117	4.578
Si	21.887	10.963	4.662
Si	24.5	-2.682	4.496
Si	27.163	-0.049	4.488
Si	29.842	2.712	4.491
Si	27.165	5.396	4.435
Si	29.884	8.067	4.513
Si	27.095	10.795	4.561
Si	29.809	-2.731	4.643
Si	17.558	-1.502	11.312
Si	20.31	1.264	11.341
Si	17.638	3.985	11.248
Si	20.356	6.759	11.355
Si	17.651	9.483	11.271
Si	20.306	-4.213	11.441
Si	23.066	-1.459	11.435
Si	25.749	1.246	11.417
Si	23.038	4.015	11.322
Si	25.687	6.686	11.403
Si	23.016	9.424	11.435
Si	25.748	-4.169	11.434
Si	28.465	-1.457	11.402
Si	31.162	1.287	11.444
Si	28.43	3.999	11.402
Si	31.191	6.75	11.409
Si	28.486	9.461	11.38
Si	31.169	-4.138	11.416
Si	18.91	-0.148	12.62
Si	21.662	2.666	12.644
Si	18.977	5.352	12.624
Si	21.587	8.134	12.842
Si	18.907	10.739	12.825
Si	21.694	-2.857	12.748
Si	24.398	-0.103	12.828
Si	27.078	2.618	12.774
Si	24.285	5.333	12.794
Si	27.08	8.082	12.657
Si	24.399	10.742	12.788
Si	27.108	-2.801	12.781
Si	29.758	-0.084	12.798
Si	32.58	2.643	12.754
Si	29.78	5.385	12.721
Si	32.562	8.118	12.761
Si	29.81	10.811	12.791
Si	32.494	-2.733	12.772
Si	17.497	1.145	13.951
Si	20.293	3.976	14.017
Si	17.577	6.737	13.892
Si	20.159	9.398	14.349
Si	17.519	-4.269	14.204
Si	20.24	-1.505	13.988
Si	22.937	1.314	14.046
Si	25.638	3.903	14.113
Si	22.878	6.705	14.169
Si	25.773	9.341	14.113
Si	22.997	-4.267	14.135
Si	25.8	-1.463	14.208
Si	28.375	1.245	14.191
Si	31.144	4.001	14.018
Si	28.362	6.741	14.034
Si	31.186	9.447	14.129
Si	28.39	-4.201	14.168
Si	31.091	-1.425	14.188
Si	16.189	-0.133	15.511
Si	18.867	2.547	15.21
Si	16.129	5.289	14.952
Si	18.671	7.905	15.643
Si	15.968	10.565	15.316
Si	19.041	-2.908	15.465
Si	21.517	-0.051	15.306
Si	24.219	2.6	15.525
Si	21.415	5.382	15.545
Si	24.425	7.947	15.447
Si	21.64	10.769	15.66
Si	24.416	-2.917	15.445
Si	27.001	-0.01	15.707
Si	29.849	2.589	15.41
Si	27.002	5.33	15.348
Si	29.71	8.087	15.399
Si	27.058	10.692	15.56
Si	29.668	-2.784	15.54
Si	17.851	-1.39	16.737
Si	19.888	1.018	16.658
Si	17.389	3.915	16.332
Si	19.548	6.115	16.977
Si	16.728	8.811	16.71
Si	20.814	-3.685	16.949
Si	22.964	-1.431	16.454
Si	25.08	0.91	16.953
Si	23.093	4.294	16.726
Si	25.507	6.349	16.839
Si	23.253	9.423	16.769
Si	25.39	-4.601	16.833
Si	28.336	-1.462	17.022
Si	31.555	1.625	16.733
Si	28.563	4.137	16.541
Si	30.754	6.434	16.606
Si	28.721	9.636	16.885
Si	30.919	-4.332	16.752
Si	19.788	1.861	19.667
Si	28.945	0.691	-3.777
Si	19.587	4.806	-6.244
Si	18.206	-2.053	19.711
Si	20.893	-4.773	19.824
Si	31.157	4.368	-3.833
Si	24.542	1.567	19.909
Si	29.575	-5.452	-6.171
Si	15.803	-6.02	19.164
Si	32.422	-5.155	-5.919
Si	26.104	-2.746	18.951
Si	22.947	-3.392	-7.268
Si	29.226	-6.899	19.91
Si	20.065	7.026	20.045
Si	28.489	2.754	19.098
Si	32.731	-5.285	-1.357
Si	31.329	-4.481	19.73
Si	29.895	0.273	18.884
Si	25.26	-6.39	-6.325
Si	23.947	-8.15	-1.345
Si	28.521	0.998	-6.839
Si	37.614	-3.451	-5.576
Si	35.486	3.182	-4.589
Si	18.702	-5.03	-1.569
Si	22.173	3.417	19.598
Si	26.454	7.193	-6.15
Si	30.123	6.698	19.447
Si	26.989	6.297	19.616
Si	22.66	1.551	-3.814
Si	23.838	-1.295	20.219
Si	29.905	-6.281	-2.041
Si	32.793	1.772	-4.813
Si	23.147	-3.383	-4.111
Si	30.92	-7.235	-4.503
Si	25.818	-3.15	-2.467
Si	29.27	5.832	-6.071
Si	23.83	2.573	-6.218
Si	32.415	6.924	-2.955
Si	28.705	-3.974	-3.573
Si	19.36	-1.466	-2.234
Si	22.323	-0.976	-2.463
Si	33.018	-2.351	-6.053
Si	20.116	3.336	-1.205
Si	27.039	-0.513	-1.809
Si	22.504	-7.386	19.592
Si	24.694	-7.982	-4.062
Si	22.483	6.747	-3.345
Si	33.281	-2.526	-2.067
Si	30.93	-1.696	-3.746
Si	30.914	3.978	20.357
Si	24.129	4.109	-3.792
Si	35.264	7.941	-3.657
Si	25.969	4.272	-1.322
Si	30.176	2.575	-1.669
Si	33.602	-1.322	0.726
Si	36.926	1.212	0.733
Si	33.77	4.079	0.526
Si	36.33	6.799	0.475
Si	34.324	9.252	0.475
Si	37.03	12.063	0.696
Si	38.989	-1.131	0.889
Si	41.709	1.465	0.712
Si	39.696	3.784	0.852
Si	42.226	6.304	0.635
Si	39.11	9.637	0.539
Si	42.16	11.891	0.433
Si	44.807	-1.74	0.543
Si	47.727	0.982	0.488
Si	44.526	4.224	0.641
Si	47.722	6.326	0.403
Si	44.404	9.678	0.432
Si	47.091	12.431	0.305
Si	35.273	-0.073	1.859
Si	38.04	2.702	2.087
Si	35.243	5.313	1.889
Si	38	7.952	1.745
Si	35.331	10.875	1.831
Si	37.974	-2.753	2.197
Si	40.654	-0.063	2.083
Si	43.388	2.607	1.903
Si	40.839	5.264	2.19
Si	43.332	8.062	1.76
Si	40.679	10.765	1.87
Si	43.296	-2.897	1.854
Si	46.074	-0.141	1.744
Si	48.772	2.537	1.91
Si	46.116	5.382	1.857
Si	48.822	7.99	1.677
Si	46.053	10.794	1.676
Si	48.747	-2.852	1.644
Si	33.929	1.307	3.241
Si	36.624	4.061	3.319
Si	33.88	6.74	3.178
Si	36.686	9.423	3.171
Si	33.95	12.143	3.296
Si	36.526	-1.402	3.388
Si	39.334	1.3	3.454
Si	42.171	3.902	3.457
Si	39.34	6.705	3.254
Si	42.019	9.385	3.211
Si	39.422	12.154	3.338
Si	42.051	-1.492	3.28
Si	44.782	1.226	3.171
Si	47.415	3.947	3.206
Si	44.768	6.782	3.169
Si	47.458	9.417	3.002
Si	44.739	12.103	3.171
Si	47.457	-1.489	3.108
Si	32.56	0.025	4.675
Si	35.262	2.667	4.634
Si	32.491	5.37	4.497
Si	35.275	8.1	4.549
Si	32.571	10.76	4.581
Si	35.231	-2.81	4.71
Si	37.936	-0.072	4.732
Si	40.735	2.619	4.776
Si	37.991	5.397	4.662
Si	40.68	8.072	4.615
Si	38.011	10.772	4.611
Si	40.735	-2.807	4.697
Si	43.442	-0.111	4.579
Si	46.097	2.596	4.571
Si	43.507	5.392	4.634
Si	46.146	8.123	4.489
Si	43.408	10.751	4.555
Si	46.118	-2.831	4.505
Si	33.89	-1.387	11.43
Si	36.62	1.288	11.379
Si	33.919	4.033	11.418
Si	36.67	6.746	11.455
Si	33.935	9.469	11.419
Si	36.66	-4.143	11.442
Si	39.387	-1.468	11.409
Si	42.149	1.284	11.345
Si	39.384	4.064	11.362
Si	42.157	6.767	11.35
Si	39.385	9.455	11.432
Si	42.125	-4.154	11.417
Si	44.884	-1.393	11.352
Si	47.606	1.323	11.317
Si	44.924	4.045	11.341
Si	47.604	6.752	11.281
Si	44.882	9.492	11.354
Si	47.628	-4.134	11.343
Si	35.296	-0.06	12.797
Si	37.959	2.721	12.661
Si	35.286	5.39	12.806
Si	38.074	8.078	12.828
Si	35.316	10.805	12.801
Si	38.034	-2.806	12.823
Si	40.756	-0.056	12.691
Si	43.601	2.614	12.646
Si	40.825	5.386	12.691
Si	43.489	8.167	12.708
Si	40.742	10.813	12.798
Si	43.523	-2.747	12.694
Si	46.258	-0.015	12.707
Si	48.99	2.681	12.663
Si	46.281	5.438	12.703
Si	48.935	8.105	12.668
Si	46.291	10.815	12.717
Si	49.011	-2.746	12.681
Si	33.965	1.331	14.165
Si	36.674	4.021	14.148
Si	33.926	6.789	14.139
Si	36.702	9.445	14.207
Si	33.898	-4.1	14.054
Si	36.676	-1.423	14.167
Si	39.342	1.373	13.928
Si	42.245	3.977	13.924
Si	39.541	6.718	14.139
Si	42.122	9.469	14.146
Si	39.396	-4.181	14.216
Si	42.163	-1.371	14.051
Si	44.933	1.339	14.124
Si	47.661	4.059	14.056
Si	44.91	6.868	14.02
Si	47.637	9.453	14.131
Si	44.935	-4.09	14.009
Si	47.679	-1.327	14.032
Si	32.526	-0.062	15.464
Si	35.306	2.769	15.613
Si	32.453	5.43	15.346
Si	35.304	8.081	15.574
Si	32.547	10.901	15.413
Si	35.285	-2.866	15.483
Si	38.041	0.112	15.395
Si	40.829	2.618	15.189
Si	38.165	5.3	15.428
Si	40.894	8.067	15.613
Si	38.105	10.735	15.673
Si	40.79	-2.715	15.427
Si	43.544	-0.028	15.46
Si	46.338	2.701	15.48
Si	43.616	5.365	15.214
Si	46.163	8.192	15.557
Si	43.473	10.947	15.355
Si	46.336	-2.7	15.339
Si	34.18	-1.188	16.726
Si	36.337	0.997	16.874
Si	33.619	3.999	16.708
Si	37.003	6.839	16.703
Si	34.095	9.773	16.74
Si	36.418	-4.404	16.834
Si	39.595	-1.075	16.575
Si	41.826	1.073	16.633
Si	39.828	4.114	16.655
Si	42.12	6.335	16.698
Si	39.244	9.048	17.005
Si	42.428	-3.776	16.711
Si	44.748	-1.629	16.675
Si	47.975	1.604	16.787
Si	45.165	4.365	16.659
Si	47.402	6.568	16.711
Si	45.028	10.007	16.788
Si	47.528	-4.279	16.605
Si	35.3	-0.513	-7.116
Si	42.685	0.905	-4.179
Si	35.494	5.916	-5.818
Si	34.91	0.028	19.345
Si	38.219	-2.779	18.762
Si	44.628	3.195	-3.926
Si	43.559	-0.928	-6.379
Si	42.485	-3.445	-4.802
Si	33.4	-6.597	19.568
Si	47.683	-4.323	-2.804
Si	40.989	-4.077	19.406
Si	37.444	1.566	-6.407
Si	44.681	-5.207	19.712
Si	35.199	5.642	18.835
Si	46.442	3.593	-6.438
Si	52.013	-7.615	-3.964
Si	47.655	-5.149	19.354
Si	46.334	-0.046	18.944
Si	40.494	-6.917	19.977
Si	39.262	-7.569	-5.174
Si	46.35	-2.297	-6.921
Si	51.556	-6.411	-6.703
Si	50.944	2.026	-1.601
Si	39.441	-6.562	-2.533
Si	41.149	2.847	18.905
Si	45.31	-5.332	-7.235
Si	47.973	-8.087	19.257
Si	43.356	4.933	18.931
Si	39.525	1.312	-4.392
Si	40.207	-4.881	-6.226
Si	45.163	-7.659	-2.462
Si	44.901	6.098	-3.766
Si	37.331	-0.836	-3.745
Si	45.029	-5.244	-4.242
Si	40.748	-3.945	-2.375
Si	45.149	6.324	-6.786
Si	35.533	-8.077	20.311
Si	47.417	6.973	-2.664
Si	49.98	-5.835	-2.295
Si	34.507	-0.07	-3.114
Si	38.198	-2.602	-1.484
Si	50.373	-3.687	-6.808
Si	35.308	2.268	-1.56
Si	43.443	0.113	-1.385
Si	40.043	5.931	-6.362
Si	36.96	-6.063	-4.173
Si	37.481	6.209	-2.238
Si	51.416	-3.052	-1.756
Si	48.64	-2.139	-4.72
Si	49.293	4.231	-6.345
Si	39.386	4.369	-3.71
Si	50.195	6.131	-3.91
Si	40.062	5.808	-1.364
Si	45.734	2.267	-1.386
Si	49.937	-1.284	0.37
Si	52.923	0.885	0.541
Si	49.893	4.051	0.573
Si	52.676	6.914	0.279
Si	50.41	9.086	0.356
Si	53.11	12.046	0.461
Si	55.289	-1.179	0.409
Si	58.07	1.556	0.407
Si	55.854	3.731	0.285
Si	58.77	5.968	0.099
Si	55.193	9.712	0.067
Si	58.538	11.967	0.101
Si	61.337	-1.693	0.249
Si	63.259	1.747	0.138
Si	61.086	3.96	0.655
Si	63.936	6.335	0.214
Si	60.764	9.626	0.023
Si	63.447	12.275	0.194
Si	51.466	-0.264	1.885
Si	54.191	2.611	1.558
Si	51.549	5.325	1.635
Si	54.249	8.098	1.541
Si	51.513	10.765	1.62
Si	54.298	-2.802	1.783
Si	56.924	-0.051	1.647
Si	59.64	2.591	1.806
Si	57.076	5.235	1.6
Si	59.703	7.902	1.257
Si	56.92	10.776	1.355
Si	59.679	-2.801	1.486
Si	62.425	-0.025	1.496
Si	65.058	2.653	1.436
Si	62.516	5.36	1.782
Si	65.047	8.112	1.382
Si	62.309	10.739	1.508
Si	65.205	-2.894	1.374
Si	50.201	1.218	3.195
Si	52.926	3.991	2.977
Si	50.196	6.665	3.056
Si	52.918	9.435	2.989
Si	50.138	12.106	2.988
Si	52.883	-1.56	3.174
Si	55.555	1.292	3.002
Si	58.338	3.988	3.119
Si	55.68	6.716	2.84
Si	58.328	9.344	2.678
Si	55.724	12.109	2.946
Si	58.357	-1.44	2.891
Si	61.069	1.192	2.99
Si	63.873	3.952	3.009
Si	61.074	6.803	2.888
Si	63.75	9.441	2.833
Si	61.015	12.146	2.876
Si	63.902	-1.405	2.751
Si	48.818	-0.139	4.503
Si	51.6	2.649	4.416
Si	48.848	5.332	4.464
Si	51.563	8.07	4.37
Si	48.816	10.767	4.391
Si	51.497	-2.91	4.442
Si	54.256	-0.09	4.398
Si	56.946	2.617	4.386
Si	54.316	5.375	4.274
Si	57.025	8.083	4.205
Si	54.312	10.793	4.317
Si	57.05	-2.812	4.284
Si	59.713	-0.137	4.318
Si	62.456	2.606	4.291
Si	59.765	5.416	4.302
Si	62.445	8.125	4.256
Si	59.67	10.739	4.167
Si	62.483	-2.779	4.142
Si	50.32	-1.41	11.251
Si	53.015	1.292	11.163
Si	50.305	4.021	11.239
Si	52.993	6.723	11.125
Si	50.273	9.464	11.248
Si	53.029	-4.099	11.13
Si	55.762	-1.382	11.097
Si	58.482	1.346	11.049
Si	55.737	4.049	11.076
Si	58.467	6.784	10.948
Si	55.751	9.507	11.004
Si	58.474	-4.092	11.024
Si	61.227	-1.358	11.057
Si	63.954	1.339	11.046
Si	61.221	4.026	10.968
Si	63.947	6.802	10.995
Si	61.205	9.521	10.989
Si	63.932	-4.06	11.007
Si	51.698	-0.049	12.594
Si	54.372	2.702	12.45
Si	51.665	5.395	12.57
Si	54.4	8.144	12.324
Si	51.655	10.897	12.498
Si	54.417	-2.738	12.47
Si	57.123	0.018	12.43
Si	59.884	2.699	12.379
Si	57.172	5.421	12.336
Si	59.761	8.211	12.281
Si	57.122	10.859	12.357
Si	59.849	-2.731	12.364
Si	62.604	0	12.442
Si	65.318	2.709	12.409
Si	62.572	5.409	12.289
Si	65.355	8.149	12.348
Si	62.596	10.873	12.337
Si	65.292	-2.686	12.371
Si	50.399	1.336	14.016
Si	53.058	4.034	13.877
Si	50.322	6.732	13.983
Si	53.054	9.481	13.685
Si	50.424	-4.089	14.025
Si	53.106	-1.405	13.912
Si	55.759	1.402	13.797
Si	58.549	4.094	13.718
Si	55.83	6.845	13.611
Si	58.454	9.542	13.747
Si	55.814	-4.122	13.743
Si	58.552	-1.321	13.73
Si	61.265	1.405	13.788
Si	63.945	4.124	13.716
Si	61.127	6.806	13.487
Si	64.039	9.567	13.664
Si	61.18	-4.146	13.692
Si	63.964	-1.368	13.817
Si	49.055	-0.017	15.437
Si	51.769	2.738	15.384
Si	49.032	5.401	15.467
Si	51.778	8.151	15.131
Si	49.123	10.821	15.405
Si	51.863	-2.759	15.402
Si	54.43	0.049	15.203
Si	57.176	2.773	15.086
Si	54.537	5.476	14.942
Si	57.066	8.206	15.072
Si	54.431	10.809	15.006
Si	57.187	-2.729	15.026
Si	59.96	0.011	15.142
Si	62.539	2.868	15.139
Si	59.832	5.604	15.002
Si	62.555	8.119	14.704
Si	59.828	10.845	15.131
Si	62.543	-2.805	15.045
Si	50.706	-1.164	16.68
Si	52.916	1.135	16.673
Si	50.232	3.823	16.823
Si	53.399	6.957	16.278
Si	50.834	9.705	16.601
Si	53.104	-4.427	16.566
Si	56.063	-1.146	16.315
Si	58.301	1.146	16.324
Si	56.07	4.434	16.32
Si	58.218	6.698	16.375
Si	55.452	9.27	16.411
Si	58.767	-3.766	16.385
Si	61.078	-1.633	16.418
Si	64.071	1.725	16.482
Si	61.427	4.62	16.356
Si	63.691	6.726	16.13
Si	61.421	9.465	16.179
Si	63.479	-4.451	16.44
Si	53.846	0.185	-6.04
Si	62.301	-1.023	-4.782
Si	51.491	2.392	-5.727
Si	50.818	-1.678	19.715
Si	54.988	-5.262	18.797
Si	60.203	4.917	-4.727
Si	57.727	1.616	19.226
Si	59.212	-1.351	-4.285
Si	50.744	-8.012	19.47
Si	66.191	-7.206	-6.073
Si	57.596	-3.864	19.246
Si	53.41	1.844	19.762
Si	59.943	8.041	18.552
Si	51.93	5.575	18.74
Si	62.652	1.596	19.34
Si	67.421	-6.266	-2.376
Si	62.608	-4.091	19.38
Si	62.766	-1.203	19.087
Si	55.707	-3.607	-7.141
Si	56.15	7.063	-4.167
Si	60.071	2.705	20.46
Si	-61.95	-5.899	-6.53
Si	66.811	2.496	-2.633
Si	55.699	-4.293	-4.063
Si	55.588	3.849	19.203
Si	59.97	-5.59	20.195
Si	67.449	5.768	18.444
Si	60.746	5.135	19.255
Si	56.8	0.279	-4.622
Si	56.277	-1.245	19.286
Si	60.907	-6.305	-3.017
Si	63.059	3.824	-4.247
Si	52.681	-1.246	-3.668
Si	61.411	7.598	-4.863
Si	58.495	-4.196	-2.981
Si	65.665	3.266	-5.244
Si	54.269	6.102	20.514
Si	63.361	6.353	-2.646
Si	63.726	-5.249	-2.678
Si	50.103	0.461	-3.776
Si	55.414	-1.472	-2.563
Si	66.767	-4.597	-4.818
Si	54.43	5.485	-1.981
Si	59.965	0.247	-1.774
Si	55.521	6.415	-7.25
Si	54.849	-6.957	-2.995
Si	52.176	4.025	-3.405
Si	-61.166	-0.924	-4.103
Si	64.744	-2.642	-4.191
Si	63.527	4.181	20.45
Si	57.617	3.309	-4.719
Si	65.338	-7.943	-3.487
Si	58.203	5.503	-2.891
Si	62.58	1.171	-2.673
Si	67.021	-1.951	0.158
Si	69.601	1.002	0.068
Si	66.219	4.154	0.071
Si	68.984	7.183	0.118
Si	66.747	9.407	0.397
Si	69.184	12.223	0.619
Si	71.631	-1.392	0.248
Si	74.269	1.536	-0.036
Si	72.096	3.836	0.073
Si	-55.831	6.745	-0.014
Si	71.306	9.996	0.107
Si	-55.617	11.977	-0.117
Si	-52.555	-1.614	-0.279
Si	-50.21	1.082	-0.075
Si	-53.593	4.525	-0.081
Si	-50.194	6.693	-0.085
Si	-53.506	9.636	0.005
Si	-50.496	-3.972	0.063
Si	67.94	-0.121	1.375
Si	70.616	2.632	1.426
Si	67.906	5.365	1.243
Si	70.494	8.29	1.538
Si	67.849	10.818	1.859
Si	70.571	-2.713	1.8
Si	73.269	-0.072	1.347
Si	-54.619	2.764	1.154
Si	-57.304	5.467	1.305
Si	-54.642	8.182	1.407
Si	-57.337	10.945	1.191
Si	-54.395	-2.663	1.017
Si	-51.694	-0.08	1.293
Si	-49.118	2.789	1.112
Si	-51.903	5.589	1.144
Si	-49.152	-7.999	1.217
Si	-51.88	-5.451	1.238
Si	-48.954	-2.602	1.133
Si	66.516	1.262	2.7
Si	69.23	4.042	2.699
Si	66.539	6.742	2.708
Si	69.261	9.485	3.09
Si	66.421	12.216	2.987
Si	69.208	-1.292	2.985
Si	71.979	1.296	2.795
Si	-55.905	4.096	2.653
Si	-58.634	6.83	2.706
Si	-56.033	9.569	2.658
Si	-58.488	12.213	2.843
Si	-55.764	-1.376	2.546
Si	-53.165	1.383	2.478
Si	-50.512	4.15	2.451
Si	-53.162	6.875	2.655
Si	-50.511	-6.756	2.618
Si	-53.195	-4.03	2.558
Si	-50.318	-1.364	2.63
Si	65.223	-0.061	4.173
Si	67.889	2.674	4.083
Si	65.266	5.401	4.214
Si	67.852	8.047	4.237
Si	65.104	10.79	4.256
Si	67.858	-2.723	4.268
Si	70.643	0.033	4.248
Si	-57.207	2.723	4.068
Si	-59.958	5.418	4.072
Si	-57.262	8.167	4.088
Si	-59.855	10.89	4.26
Si	-57.094	-2.685	4.064
Si	-54.465	0.031	3.923
Si	-51.803	2.762	3.856
Si	-54.5	5.458	3.986
Si	-51.808	-8.104	4.006
Si	-54.566	-5.381	3.954
Si	-51.757	-2.715	3.916
Si	66.678	-1.354	11.016
Si	69.378	1.364	11.001
Si	66.675	4.083	11.053
Si	69.399	6.798	10.999
Si	66.701	9.515	11.002
Si	69.394	-4.091	11.001
Si	72.145	-1.33	10.912
Si	-55.681	1.383	10.869
Si	-58.415	4.091	10.982
Si	-55.716	6.8	10.835
Si	-58.435	9.547	10.94
Si	-55.691	-4.041	10.853
Si	-52.935	-1.291	10.795
Si	-50.233	1.425	10.645
Si	-52.952	4.146	10.736
Si	-50.212	-9.441	10.636
Si	-52.935	-6.735	10.755
Si	-50.176	-3.979	10.676
Si	68.04	0.003	12.397
Si	70.754	2.73	12.341
Si	68.064	5.445	12.413
Si	70.774	8.186	12.319
Si	68.044	10.873	12.416
Si	70.824	-2.716	12.289
Si	73.517	0.032	12.269
Si	-54.25	2.773	12.141
Si	-57.013	5.467	12.321
Si	-54.299	8.185	12.092
Si	-57.026	10.92	12.263
Si	-54.294	-2.662	12.158
Si	-51.529	0.099	12.111
Si	-48.779	2.762	11.914
Si	-51.535	5.521	12.034
Si	-48.782	-8.068	11.918
Si	-51.516	-5.339	12.054
Si	-48.773	-2.591	12.014
Si	66.684	1.358	13.814
Si	69.441	4.078	13.779
Si	66.695	6.81	13.77
Si	69.455	9.497	13.775
Si	66.634	-4.033	13.731
Si	69.471	-1.386	13.67
Si	72.134	1.364	13.664
Si	-55.56	4.062	13.589
Si	72.155	6.86	13.683
Si	-55.609	9.506	13.519
Si	72.212	-4.027	13.683
Si	74.933	-1.325	13.586
Si	-52.835	1.488	13.519
Si	-50.052	4.189	13.295
Si	-52.898	6.867	13.426
Si	-50.081	-6.7	13.333
Si	-52.86	-3.985	13.466
Si	-50.103	-1.21	13.458
Si	65.26	0.035	15.235
Si	68.123	2.701	15.197
Si	65.35	5.421	15.116
Si	68.042	8.151	15.172
Si	65.301	10.954	15.166
Si	68.069	-2.693	15.028
Si	70.85	-0.077	15.063
Si	73.555	2.739	14.946
Si	70.83	5.471	15.097
Si	73.587	8.233	14.984
Si	70.847	10.936	15.073
Si	73.663	-2.706	15.06
Si	76.288	0.148	14.846
Si	-51.294	2.826	14.767
Si	-54.117	5.439	14.879
Si	-51.472	8.263	14.687
Si	-54.149	10.844	14.783
Si	-51.532	-2.519	14.801
Si	67.015	-1.079	16.372
Si	69.345	1.068	16.451
Si	66.456	3.784	16.475
Si	69.486	6.819	16.512
Si	66.95	9.864	16.424
Si	69.21	-4.256	16.37
Si	72.388	-1.262	16.443
Si	74.59	1.077	16.226
Si	72.564	4.403	16.28
Si	74.862	6.629	16.123
Si	72.567	9.925	16.336
Si	74.973	-4.349	16.175
Si	77.688	-1.097	16.195
Si	-49.601	1.862	16.136
Si	-52.319	4.432	16.113
Si	-50.206	6.762	15.891
Si	-52.471	9.872	16.123
Si	-50.251	-4.103	15.91
Si	-60.793	-2.213	-6.94
Si	-51.717	-1.094	-4.695
Si	65.495	7.983	18.142
Si	65.885	-1.422	19.191
Si	-59.72	-2.916	18.746
Si	-55.791	4.776	-5.602
Si	-56.02	1.605	19.168
Si	-54.831	-1.389	-4.61
Si	65.532	6.331	20.457
Si	-54.457	-2.743	18.377
Si	-51.526	-5.22	-6.748
Si	-60.373	1.43	19.504
Si	-52.161	-6.308	19.186
Si	-59.246	-7.963	18.396
Si	-53.287	1.963	20.34
Si	-46.065	-6.389	-4.653
Si	-49.814	-4.757	18.61
Si	-51.197	0.561	18.336
Si	-56.123	-7.299	-7.168
Si	-58.987	6.996	-4.235
Si	-52.53	4.482	19.081
Si	-47.722	-3.358	20.363
Si	-46.17	1.947	-5.008
Si	-57.125	-5.877	-4.535
Si	-58.315	3.625	19.305
Si	-56.353	-2.53	20.519
Si	-47.66	6.787	19.397
Si	-54.608	6.73	18.901
Si	-56.575	0.42	-2.805
Si	-57.966	-0.054	20.633
Si	-53.523	-8.045	-2.808
Si	-53.45	5.795	-4.303
Si	-59.239	-4.879	-6.52
Si	-51.32	-6.598	-4.292
Si	-56.15	-3.541	-3.139
Si	-51.79	6.199	-6.838
Si	-57.332	6.296	19.74
Si	-49.327	8.093	-2.537
Si	-50.501	-3.809	-4.496
Si	66.558	-0.683	-2.686
Si	-58.601	-1.905	-2.643
Si	-49.219	-0.518	20.285
Si	-60.948	1.935	-2.993
Si	-52.063	0.641	-2.374
Si	-57.736	6.528	-6.814
Si	-60.438	-7.725	-2.185
Si	-59.05	4.369	-2.811
Si	-47.506	-3.512	-4.654
Si	-49.945	5.308	20.64
Si	-44.596	2.637	20.483
Si	-56.392	3.209	-3.418
Si	-47.395	7.191	-4.491
Si	-56.636	-8.149	-2.747
Si	-53.479	3.304	-2.738
Si	-47.828	-0.921	-0.179
Si	-44.817	1.415	-0.122
Si	-47.959	4.405	-0.123
Si	-44.567	6.338	-0.194
Si	-48.437	-6.342	-0.34
Si	-45.056	-4.237	-0.51
Si	-42.652	-0.856	-0.304
Si	-40.13	2.088	-0.559
Si	-42.294	4.204	0.054
Si	-39.514	6.872	-0.219
Si	-41.844	-7.368	-0.679
Si	-39.204	-4.334	-0.481
Si	-36.751	-1.467	-1.02
Si	-33.849	1.244	-0.869
Si	-37.28	4.728	-0.549
Si	-33.673	6.686	-0.661
Si	-36.878	-6.571	-0.336
Si	-33.322	-4.56	-0.618
Si	-46.346	0.201	1.183
Si	-43.628	2.808	1.291
Si	-46.299	5.47	1.14
Si	-43.468	-8.221	0.871
Si	-46.454	-5.527	0.844
Si	-43.73	-2.673	0.798
Si	-40.935	0.266	0.804
Si	-38.291	2.967	0.687
Si	-40.817	5.553	1.181
Si	-38.076	-8.077	0.973
Si	-40.894	-5.529	0.631
Si	-38.123	-2.566	0.604
Si	-35.435	0.013	0.386
Si	-32.693	2.74	0.58
Si	-35.434	5.652	0.62
Si	-32.652	-8.183	0.917
Si	-35.152	-5.399	0.707
Si	-32.342	-2.782	0.565
Si	-47.73	1.503	2.53
Si	-45.021	4.145	2.562
Si	-47.647	6.937	2.429
Si	-44.963	-6.84	2.165
Si	-47.624	-4.081	2.365
Si	-44.983	-1.346	2.332
Si	-42.183	1.408	2.427
Si	-39.422	4.14	2.356
Si	-42.2	6.908	2.433
Si	-39.499	-6.686	2.186
Si	-42.238	-4.074	2.022
Si	-39.483	-1.216	1.99
Si	-36.788	1.43	1.831
Si	-34.069	4.134	1.93
Si	-36.639	6.898	2.207
Si	-33.979	-6.764	2.197
Si	-36.616	-3.932	1.941
Si	-33.907	-1.329	1.774
Si	-49.011	0.083	3.899
Si	-46.344	2.79	3.891
Si	-49.059	5.526	3.758
Si	-46.235	-8.084	3.734
Si	-49.032	-5.362	3.798
Si	-46.291	-2.7	3.727
Si	-43.561	-0.01	3.674
Si	-40.773	2.771	3.692
Si	-43.559	5.526	3.762
Si	-40.767	-8.037	3.643
Si	-43.569	-5.399	3.482
Si	-40.812	-2.669	3.356
Si	-38.051	0.084	3.342
Si	-35.384	2.736	3.29
Si	-37.981	5.511	3.568
Si	-35.312	-8.081	3.563
Si	-38.009	-5.292	3.372
Si	-35.238	-2.619	3.3
Si	-47.49	-1.309	10.504
Si	-44.765	1.387	10.385
Si	-47.496	4.119	10.477
Si	-44.726	-9.468	10.342
Si	-47.506	-6.703	10.487
Si	-44.76	-3.987	10.34
Si	-41.991	-1.334	10.236
Si	-39.241	1.341	10.246
Si	-41.969	4.116	10.229
Si	-39.21	-9.434	10.186
Si	-41.972	-6.69	10.22
Si	-39.258	-4.059	10.285
Si	-36.554	-1.322	10.299
Si	-33.841	1.346	10.235
Si	-36.495	4.106	10.119
Si	-33.867	-9.525	10.206
Si	-36.559	-6.72	10.226
Si	-33.907	-4.044	10.27
Si	-46.057	-0.013	11.811
Si	-43.345	2.806	11.602
Si	-46.093	5.515	11.722
Si	-43.274	-8.071	11.537
Si	-46.119	-5.285	11.731
Si	-43.357	-2.63	11.617
Si	-40.605	-0.048	11.589
Si	-37.733	2.678	11.467
Si	-40.519	5.469	11.486
Si	-37.85	-8.109	11.592
Si	-40.611	-5.423	11.645
Si	-37.886	-2.719	11.648
Si	-35.161	0.015	11.675
Si	-32.514	2.7	11.61
Si	-35.229	5.43	11.573
Si	-32.503	-8.155	11.536
Si	-35.27	-5.391	11.688
Si	-32.526	-2.666	11.594
Si	-47.387	1.331	13.197
Si	-44.66	4.195	12.985
Si	-47.323	-9.429	13.177
Si	-44.668	-6.714	12.828
Si	-47.293	-3.923	13.293
Si	-44.614	-1.353	13.134
Si	-41.978	1.368	12.825
Si	-39.016	4.108	12.704
Si	-41.831	-9.426	12.794
Si	-39.224	-6.823	12.981
Si	-41.996	-3.985	12.899
Si	-39.267	-1.41	13.003
Si	-36.502	1.393	13.031
Si	-33.976	3.985	12.945
Si	-36.495	-9.476	12.98
Si	-33.864	-6.848	12.908
Si	-36.611	-4.022	13.155
Si	-33.817	-1.359	13.06
Si	-48.64	0.083	14.835
Si	-45.906	2.739	14.321
Si	-48.625	5.574	14.609
Si	-45.844	-8.007	14.324
Si	-48.666	-5.291	14.615
Si	-45.767	-2.699	14.716
Si	-43.258	0.111	14.355
Si	-40.388	2.697	13.843
Si	-43.257	5.689	14.132
Si	-40.439	-8.315	14.339
Si	-43.3	-5.424	14.15
Si	-40.694	-2.743	14.366
Si	-37.89	-0.002	14.291
Si	-35.214	2.677	14.564
Si	-37.818	5.39	14.263
Si	-35.073	-8.211	14.41
Si	-38.068	-5.437	14.465
Si	-35.177	-2.634	14.54
Si	-46.865	-1.027	15.991
Si	-44.726	1.295	15.754
Si	-47.321	3.939	15.662
Si	-44.09	-8.939	15.577
Si	-46.97	-6.503	15.695
Si	-44.58	-4.515	15.893
Si	-41.701	-1.034	15.642
Si	-39.486	1.231	15.429
Si	-41.681	4.238	14.892
Si	-39.494	-10.121	15.687
Si	-41.896	-6.831	15.306
Si	-39.876	-4.46	15.75
Si	-36.659	-1.285	15.806
Si	-33.452	1.514	15.695
Si	-36.326	4.415	15.815
Si	-33.881	-9.884	15.721
Si	-36.419	-6.679	15.564
Si	-34.141	-4.455	15.651
Si	-46.657	0.84	20.211
Si	-38.269	-2.643	-5.528
Si	-48.977	5.592	-6.713
Si	-46.012	-1.778	18.717
Si	-42.966	-1.78	18.496
Si	-36.783	3.926	-3.438
Si	-39.903	2.337	18.153
Si	-41.068	-2.726	-6.868
Si	-48.779	-7.586	17.853
Si	-30.908	-3.584	-5.412
Si	-37.773	-5.027	19.792
Si	-41.992	-4.273	-4.548
Si	-36.007	-7.266	18.403
Si	-45.762	5.727	17.586
Si	-34.795	-0.042	17.956
Si	-30.04	7.582	-3.602
Si	-33.162	-5.999	17.939
Si	-38.568	-2.758	17.853
Si	-40.759	-6.327	19.872
Si	-42.103	7.454	20.275
Si	-39.041	-0.202	19.699
Si	-29.61	-6.075	-4.991
Si	-29.199	-0.643	19.9
Si	-41.233	7.378	-6.909
Si	-42.797	2.872	17.152
Si	-35.108	-3.577	-2.762
Si	-32.336	3.878	20.251
Si	-38.291	4.96	18.13
Si	-43.867	3.904	-6.123
Si	-42.941	-4.69	18.714
Si	-36.777	-6.271	-3.179
Si	-33.251	7.273	-3.588
Si	-44.177	-0.233	-5.262
Si	-35.198	-7.767	-5.359
Si	-39.205	-4.651	-3.45
Si	-36.595	6.512	20.191
Si	-43.475	4.945	19.033
Si	-32.594	2.132	-6.222
Si	-33.426	-1.894	-4.642
Si	-46.097	-2.274	-2.336
Si	-43.016	-1.73	-2.982
Si	-34.384	-1.912	20.138
Si	-46.141	3.294	-2.351
Si	-37.23	-0.224	-3.873
Si	-42.609	6.111	-4.615
Si	-43.715	-6.043	-2.773
Si	-44.949	6.066	-3
Si	-32.818	-4.178	20.192
Si	-36.088	0.31	20.469
Si	-29.903	2.204	19.472
Si	-41.025	3.736	-5.205
Si	-35.164	5.642	-5.173
Si	-39.199	2.126	-3.519
Si	-34.78	1.609	-3.906
Si	-30.514	-1.906	-0.747
Si	-28.273	1.228	-0.502
Si	-31.532	4.329	-0.673
Si	-29.157	7.383	-0.793
Si	-31.23	-6.706	-0.111
Si	-28.361	-4.096	-0.306
Si	-26.086	-0.982	-0.721
Si	-23.312	1.759	-0.649
Si	-25.456	4.043	-0.873
Si	-22.728	6.713	-0.654
Si	-26.155	-6.265	-0.688
Si	-22.688	-4.248	-0.617
Si	-20.041	-1.419	-0.632
Si	-17.259	1.026	-0.46
Si	-20.526	4.482	-0.667
Si	-17.361	6.657	-0.558
Si	-20.363	-6.384	-0.719
Si	-17.826	-3.662	-0.729
Si	-29.773	-0.1	0.679
Si	-27.047	2.907	0.557
Si	-29.94	5.572	0.561
Si	-27.27	-8.011	0.472
Si	-29.773	-5.358	1.041
Si	-27.008	-2.58	0.788
Si	-24.444	0.126	0.599
Si	-21.688	2.882	0.636
Si	-24.352	5.546	0.593
Si	-21.548	-8.014	0.591
Si	-24.398	-5.323	0.622
Si	-21.6	-2.627	0.68
Si	-18.918	0.025	0.816
Si	-16.352	2.733	0.912
Si	-18.975	5.56	0.746
Si	-16.159	-8.038	0.646
Si	-18.902	-5.232	0.69
Si	-16.194	-2.667	0.708
Si	-31.234	1.361	1.887
Si	-28.481	4.228	1.879
Si	-31.221	6.778	2.136
Si	-28.41	-6.814	2.172
Si	-31.178	-3.966	2.223
Si	-28.422	-1.296	2.157
Si	-25.754	1.512	2.004
Si	-23.035	4.21	2.047
Si	-25.821	6.927	1.841
Si	-23.043	-6.743	1.95
Si	-25.63	-3.953	2.083
Si	-23.038	-1.244	1.96
Si	-20.329	1.487	2.018
Si	-17.711	4.146	2.167
Si	-20.283	6.973	2.069
Si	-17.55	-6.679	2.007
Si	-20.281	-3.953	2.109
Si	-17.547	-1.332	2.156
Si	-32.598	0.028	3.257
Si	-29.84	2.779	3.226
Si	-32.637	5.406	3.38
Si	-29.837	-8.154	3.468
Si	-32.564	-5.385	3.481
Si	-29.798	-2.622	3.519
Si	-27.08	0.142	3.413
Si	-24.384	2.826	3.395
Si	-27.13	5.556	3.286
Si	-24.427	-8.092	3.302
Si	-27.034	-5.359	3.417
Si	-24.32	-2.588	3.43
Si	-21.693	0.109	3.361
Si	-19.038	2.791	3.5
Si	-21.672	5.58	3.397
Si	-18.916	-8.021	3.422
Si	-21.696	-5.367	3.368
Si	-18.943	-2.639	3.511
Si	-31.179	-1.311	10.207
Si	-28.462	1.419	10.218
Si	-31.2	4.112	10.24
Si	-28.482	-9.497	10.187
Si	-31.206	-6.755	10.164
Si	-28.484	-4.055	10.177
Si	-25.806	-1.262	10.164
Si	-23.09	1.463	10.236
Si	-25.773	4.161	10.229
Si	-23.048	-9.437	10.282
Si	-25.783	-6.704	10.213
Si	-23.071	-4.001	10.246
Si	-20.371	-1.234	10.284
Si	-17.696	1.417	10.296
Si	-20.436	4.197	10.265
Si	-17.698	-9.431	10.339
Si	-20.369	-6.705	10.309
Si	-17.679	-3.985	10.312
Si	-29.789	0.016	11.569
Si	-27.138	2.82	11.599
Si	-29.835	5.482	11.584
Si	-27.168	-8.088	11.513
Si	-29.881	-5.393	11.54
Si	-27.1	-2.699	11.5
Si	-24.515	0.133	11.548
Si	-21.769	2.828	11.645
Si	-24.4	5.487	11.619
Si	-21.718	-8.061	11.691
Si	-24.416	-5.378	11.614
Si	-21.774	-2.576	11.594
Si	-19.039	0.094	11.724
Si	-16.328	2.744	11.656
Si	-19.131	5.56	11.665
Si	-16.318	-8.075	11.709
Si	-19.024	-5.34	11.686
Si	-16.38	-2.592	11.703
Si	-31.072	1.392	12.969
Si	-28.482	4.169	12.981
Si	-31.189	-9.5	12.955
Si	-28.629	-6.846	12.882
Si	-31.167	-3.998	12.952
Si	-28.437	-1.409	12.888
Si	-25.79	1.499	12.997
Si	-23.11	4.128	13.1
Si	-25.748	-9.376	12.851
Si	-23.075	-6.693	13.046
Si	-25.79	-4.016	12.932
Si	-23.243	-1.257	12.906
Si	-20.45	1.466	13.029
Si	-17.772	4.104	12.883
Si	-20.418	-9.398	13.153
Si	-17.66	-6.708	13.074
Si	-20.378	-3.871	12.957
Si	-17.685	-1.245	13.15
Si	-32.358	-0.026	14.347
Si	-29.718	2.748	14.404
Si	-32.558	5.354	14.144
Si	-29.965	-8.14	14.445
Si	-32.578	-5.403	14.194
Si	-29.714	-2.74	14.365
Si	-27.108	-0.018	14.198
Si	-24.537	2.844	14.538
Si	-27.153	5.681	14.19
Si	-24.42	-8.134	14.36
Si	-27.183	-5.491	14.084
Si	-24.513	-2.642	14.372
Si	-21.995	0.187	14.248
Si	-19.033	2.788	14.366
Si	-21.79	5.498	14.519
Si	-18.965	-8.048	14.514
Si	-21.722	-5.214	14.302
Si	-19.151	-2.522	14.488
Si	-30.76	-1.141	15.711
Si	-28.551	1.069	15.609
Si	-31.419	3.885	15.533
Si	-28.225	-9.158	15.668
Si	-31.164	-6.489	15.679
Si	-28.653	-4.509	15.552
Si	-25.648	-1.055	15.702
Si	-23.422	1.212	15.871
Si	-25.808	4.522	15.647
Si	-23.447	-9.732	15.832
Si	-26.055	-6.931	15.487
Si	-22.865	-3.662	15.684
Si	-20.876	-1.287	15.586
Si	-17.472	1.654	15.732
Si	-20.079	4.389	15.719
Si	-17.804	-9.759	15.728
Si	-20.197	-6.374	15.612
Si	-18.049	-4.129	15.831
Si	-27.683	2.933	17.678
Si	-17.714	1.104	-3.543
Si	-28.484	5.879	-5.548
Si	-30.919	-2.659	18.462
Si	-28.532	-4.589	18.436
Si	-21.166	2.209	-5.036
Si	-21.905	5.637	20.554
Si	-23.214	-2.763	-3.292
Si	-31.875	5.713	17.893
Si	-16.168	-8.016	-4.677
Si	-25.067	1.031	20.423
Si	-26.266	-1.165	18.733
Si	-22.193	-7.663	17.779
Si	-29.066	6.466	18.631
Si	-17.835	4.755	19.952
Si	-13.671	-6.845	-3.457
Si	-20.587	-6.839	20.176
Si	-19.251	-0.043	17.663
Si	-24.389	-5.465	17.732
Si	-28.633	-7.157	20.123
Si	-17.29	4.438	-6.879
Si	-17.824	-2.499	18.409
Si	-12.439	-0.467	-4.715
Si	-23.02	-7.644	-5.339
Si	-27.041	4.463	19.956
Si	-21.302	-3.154	-5.356
Si	-12.327	4.848	20.478
Si	-20.456	3.791	18.725
Si	-25.623	-0.192	-6.248
Si	-22.623	1.619	18.982
Si	-19.2	-4.991	-5.938
Si	-19.23	3.729	-3.448
Si	-28.005	-3.536	-5.148
Si	-19.916	-7.846	-5.592
Si	-24.572	-8.02	-2.77
Si	-16.7	5.259	-4.239
Si	-24.202	5.974	-5.986
Si	-18.51	-7.851	-2.905
Si	-18.616	-1.567	-4.854
Si	-31.938	-0.167	-2.589
Si	-25.904	-1.949	-3.746
Si	-18.385	-4.913	20.091
Si	-30.2	2.411	-2.732
Si	-14.916	1.419	-4.961
Si	-25.995	-3.869	19.898
Si	-17.425	-4.095	-3.757
Si	-29.884	3.18	-5.596
Si	-13.35	-2.523	-2.694
Si	-20.578	0.057	20.33
Si	-15.749	-1.171	20.242
Si	-22.727	3.498	-7.092
Si	-14.321	3.833	-3.051
Si	-25.976	5.661	-3.631
Si	-21.804	0.025	-2.828
Si	-14.884	-1.054	-0.371
Si	-11.649	1.21	-0.403
Si	-15.267	4.259	-0.4
Si	-12.214	7.032	-0.448
Si	-14.394	-6.96	-0.558
Si	-11.895	-4.172	-0.425
Si	-9.509	-1.109	-0.609
Si	-6.831	1.736	-0.366
Si	-9.231	3.764	-0.354
Si	-6.379	6.466	-0.337
Si	-9.842	-6.575	-0.465
Si	-6.524	-4.418	-0.155
Si	-3.762	-1.567	-0.127
Si	-0.904	1.275	0.144
Si	-4.019	4.28	-0.091
Si	-0.768	6.489	-0.053
Si	-4.049	-6.465	-0.295
Si	-1.433	-3.686	-0.161
Si	-13.353	0.146	0.863
Si	-10.627	2.637	1.11
Si	-13.46	5.372	0.69
Si	-10.823	-8.109	1.01
Si	-13.437	-5.371	0.873
Si	-10.682	-2.619	0.817
Si	-7.969	0.028	0.826
Si	-5.309	2.758	1.107
Si	-8.081	5.434	0.89
Si	-5.247	-8.161	0.879
Si	-8.157	-5.576	0.951
Si	-5.361	-2.746	1.074
Si	-2.598	0.026	1.181
Si	0.199	2.804	1.465
Si	-2.436	5.423	1.208
Si	0.331	8.193	1.124
Si	-2.47	-5.405	1.073
Si	0.125	-2.699	1.293
Si	-14.81	1.472	2.19
Si	-12.129	4.098	2.189
Si	-14.823	6.848	2.055
Si	-12.159	-6.719	2.324
Si	-14.89	-4.029	2.126
Si	-12.078	-1.303	2.21
Si	-9.278	1.284	2.383
Si	-6.705	4.15	2.375
Si	-9.398	6.834	2.259
Si	-6.69	-6.873	2.287
Si	-9.41	-4.038	2.239
Si	-6.691	-1.306	2.321
Si	-3.985	1.381	2.476
Si	-1.229	4.114	2.707
Si	-3.895	6.864	2.368
Si	-1.124	-6.787	2.425
Si	-3.942	-4.099	2.425
Si	-1.247	-1.317	2.605
Si	-16.199	0.071	3.497
Si	-13.504	2.806	3.587
Si	-16.249	5.522	3.435
Si	-13.559	-8.134	3.552
Si	-16.249	-5.378	3.477
Si	-13.52	-2.662	3.507
Si	-10.754	-0.011	3.658
Si	-8.017	2.739	3.723
Si	-10.801	5.473	3.572
Si	-8.046	-8.178	3.675
Si	-10.79	-5.349	3.635
Si	-8.068	-2.695	3.644
Si	-5.36	0.01	3.768
Si	-2.644	2.709	3.906
Si	-5.309	5.502	3.716
Si	-2.556	-8.115	3.77
Si	-5.352	-5.48	3.698
Si	-2.627	-2.737	3.852
Si	-15.004	-1.262	10.33
Si	-12.268	1.467	10.395
Si	-14.972	4.153	10.354
Si	-12.279	-9.521	10.296
Si	-15.028	-6.717	10.288
Si	-12.33	-4.018	10.322
Si	-9.538	-1.263	10.389
Si	-6.829	1.32	10.486
Si	-9.581	4.102	10.379
Si	-6.841	-9.491	10.45
Si	-9.574	-6.781	10.349
Si	-6.812	-4.064	10.386
Si	-4.068	-1.362	10.565
Si	-1.379	1.354	10.611
Si	-4.122	4.07	10.551
Si	-1.348	6.786	10.659
Si	-4.075	-6.762	10.539
Si	-1.43	-4.08	10.694
Si	-13.65	0.094	11.701
Si	-10.946	2.83	11.811
Si	-13.625	5.519	11.741
Si	-10.962	-8.164	11.642
Si	-13.745	-5.339	11.674
Si	-10.984	-2.607	11.615
Si	-8.232	0.033	11.881
Si	-5.48	2.646	11.858
Si	-8.223	5.422	11.736
Si	-5.503	-8.103	11.802
Si	-8.199	-5.424	11.677
Si	-5.516	-2.73	11.805
Si	-2.721	-0.016	11.979
Si	-0.05	2.702	11.994
Si	-2.769	5.405	11.936
Si	-0.059	8.142	12.11
Si	-2.842	-5.424	12.056
Si	-0.076	-2.711	12.05
Si	-14.972	1.439	13.11
Si	-12.287	4.236	13.197
Si	-14.976	-9.442	13.115
Si	-12.469	-6.867	12.899
Si	-15.043	-3.915	13.092
Si	-12.281	-1.257	13.038
Si	-9.616	1.476	13.204
Si	-6.942	3.978	13.099
Si	-9.561	-9.467	13.017
Si	-6.858	-6.706	13.13
Si	-9.658	-4.038	12.846
Si	-6.895	-1.452	13.18
Si	-4.157	1.286	13.298
Si	-1.492	3.965	13.336
Si	-4.194	6.82	13.149
Si	-1.478	9.5	13.42
Si	-4.321	-4.026	13.339
Si	-1.381	-1.335	13.445
Si	-16.248	0.041	14.551
Si	-13.677	2.858	14.517
Si	-16.441	5.434	14.222
Si	-13.721	-8.032	14.57
Si	-16.436	-5.238	14.466
Si	-13.568	-2.614	14.425
Si	-11.05	0.133	14.491
Si	-8.291	2.81	14.655
Si	-10.942	5.709	14.507
Si	-8.134	-8.187	14.364
Si	-10.985	-5.529	13.992
Si	-8.438	-2.807	14.363
Si	-5.549	-0.113	14.583
Si	-2.763	2.525	14.752
Si	-5.505	5.295	14.319
Si	-2.983	8.132	14.665
Si	-5.785	-5.334	14.739
Si	-2.93	-2.648	14.656
Si	-14.56	-1.049	15.899
Si	-12.522	1.354	15.892
Si	-15.387	3.965	15.684
Si	-11.92	-8.893	15.872
Si	-14.88	-6.333	15.826
Si	-12.401	-4.409	15.394
Si	-9.5	-1.158	15.633
Si	-7.173	1.025	15.771
Si	-9.347	4.64	15.821
Si	-6.893	6.56	15.624
Si	-9.671	-6.815	15.402
Si	-7.753	-4.435	15.928
Si	-4.137	-1.233	16.137
Si	-1.771	0.912	16.317
Si	-4.079	4.122	15.766
Si	-1.99	6.463	15.973
Si	-4.117	9.822	15.899
Si	-1.818	-4.242	15.9
Si	-11.407	-1.97	-7.264
Si	-1.339	1.165	-5.462
Si	-15.802	5.898	17.929
Si	-14.333	-2.791	18.458
Si	-11.639	-3.942	18.213
Si	-3.451	3.333	-5.853
Si	-7.141	1.919	18.586
Si	-6.479	0.017	-4.78
Si	-15.654	-5.62	18.66
Si	1.674	-5.555	-2.946
Si	-9.051	-2.762	18.091
Si	-11.811	2.504	18.785
Si	-4.364	-5.774	18.752
Si	-13.168	7.206	18.742
Si	-4.866	3.59	18.635
Si	2.302	-7.497	-5.123
Si	-2.171	-3.79	18.89
Si	-0.097	2.311	18.465
Si	-7.459	-2.147	20.529
Si	-9.356	7.712	-5.563
Si	-2.191	4.073	19.871
Si	0.6	-3.895	20.154
Si	3.286	2.653	-6.95
Si	-7.529	-5.962	-5.579
Si	-9.275	4.004	18.614
Si	-4.913	-2.828	18.785
Si	-2.5	7.03	18.812
Si	-5.518	6.68	18.383
Si	-8.144	2.359	-5.4
Si	-6.409	-2.112	-6.977
Si	-3.733	-5.649	-3.236
Si	-3.665	4.386	-3.009
Si	-9.104	-3.326	-5.995
Si	-3.778	8.102	-4.304
Si	-6.489	-4.353	-3.154
Si	-2.697	6.387	-6.515
Si	-7.818	6.411	20.227
Si	-1.581	6.781	-2.943
Si	-0.962	-4.225	-3.176
Si	-14.638	-4.36	-4.754
Si	-8.255	-1.978	-3.479
Si	5.28	-1.968	-5.112
Si	-10.811	1.917	-4.625
Si	-4.772	0.369	-2.326
Si	-13.073	-6.2	19.862
Si	-10.822	8.13	-2.798
Si	-11.552	3.583	-2.375
Si	3.782	-3.152	-2.958
Si	-0.766	-1.203	-3.932
Si	3.675	-0.224	-6.985
Si	-7.52	5.331	-5.701
Si	0.159	6.809	-5.195
Si	-5.953	6.35	-3.218
Si	-1.803	1.113	-2.6
Si	1.496	-1.369	5.286
Si	4.252	1.372	5.37
Si	1.501	4.113	5.318
Si	4.235	6.826	5.32
Si	1.506	-6.797	5.252
Si	4.22	-4.074	5.337
Si	6.928	-1.359	5.505
Si	9.661	1.348	5.52
Si	6.946	4.083	5.371
Si	9.629	6.805	5.5
Si	6.943	-6.78	5.389
Si	9.654	-4.078	5.54
Si	12.333	-1.339	5.61
Si	15.029	1.324	5.763
Si	12.353	4.081	5.664
Si	14.99	6.807	5.826
Si	12.359	9.502	5.679
Si	15.027	-4.122	5.809
Si	17.768	-1.391	5.891
Si	20.461	1.3	5.986
Si	17.667	4.08	5.94
Si	20.403	6.762	6.012
Si	17.724	9.55	5.945
Si	20.443	-4.08	5.971
Si	23.147	-1.381	5.927
Si	25.834	1.291	5.915
Si	23.13	4.041	5.946
Si	25.877	6.746	5.904
Si	23.184	9.5	5.949
Si	25.776	-4.115	5.908
Si	28.448	-1.386	5.963
Si	31.179	1.396	5.956
Si	28.474	4.034	5.873
Si	31.193	6.719	5.931
Si	28.507	9.443	5.89
Si	31.204	-4.147	5.926
Si	33.871	-1.412	6.02
Si	36.597	1.321	6.046
Si	33.864	4.046	5.925
Si	36.611	6.763	5.974
Si	33.93	9.433	5.961
Si	36.649	-4.178	5.994
Si	39.34	-1.451	6.03
Si	42.115	1.225	6.025
Si	39.353	4.032	6.035
Si	42.081	6.725	5.956
Si	39.358	9.441	5.991
Si	42.112	-4.191	5.978
Si	44.813	-1.463	5.918
Si	47.504	1.247	5.879
Si	44.83	4.001	5.966
Si	47.517	6.733	5.819
Si	44.8	9.44	5.907
Si	47.504	-4.19	5.825
Si	50.205	-1.493	5.818
Si	52.942	1.285	5.77
Si	50.24	3.993	5.795
Si	52.957	6.715	5.683
Si	50.213	9.433	5.748
Si	52.947	-4.21	5.734
Si	55.689	-1.446	5.669
Si	58.382	1.268	5.665
Si	55.635	4.03	5.699
Si	58.389	6.769	5.623
Si	55.686	9.429	5.631
Si	58.409	-4.183	5.603
Si	61.155	-1.461	5.594
Si	63.877	1.28	5.588
Si	61.141	4.03	5.624
Si	63.87	6.756	5.562
Si	61.096	9.494	5.589
Si	63.805	-4.111	5.586
Si	66.556	-1.356	5.619
Si	69.277	1.404	5.544
Si	66.618	4.031	5.549
Si	69.288	6.729	5.535
Si	66.539	9.464	5.579
Si	69.305	-4.066	5.564
Si	-58.488	-1.361	5.476
Si	-55.804	1.36	5.368
Si	-58.557	4.087	5.442
Si	-55.831	6.82	5.386
Si	-58.523	9.497	5.559
Si	-55.791	-4.045	5.445
Si	-53.078	-1.316	5.285
Si	-50.404	1.43	5.224
Si	-53.112	4.098	5.302
Si	-50.367	6.843	5.232
Si	-53.168	-6.727	5.319
Si	-50.367	-4.049	5.234
Si	-47.612	-1.327	5.136
Si	-44.889	1.375	5.064
Si	-47.698	4.188	5.17
Si	-44.889	6.891	5.105
Si	-47.618	-6.73	5.092
Si	-44.856	-4.06	4.971
Si	-42.108	-1.373	4.882
Si	-39.339	1.366	4.873
Si	-42.133	4.144	5.013
Si	-39.358	6.88	4.903
Si	-42.167	-6.682	4.917
Si	-39.377	-3.96	4.746
Si	-36.625	-1.276	4.675
Si	-33.952	1.388	4.642
Si	-36.615	4.084	4.808
Si	-33.902	6.822	4.792
Si	-36.691	-6.67	4.803
Si	-33.94	-3.986	4.755
Si	-31.234	-1.249	4.744
Si	-28.498	1.479	4.704
Si	-31.199	4.075	4.68
Si	-28.453	6.824	4.774
Si	-31.183	-6.754	4.798
Si	-28.433	-4.032	4.795
Si	-25.726	-1.244	4.761
Si	-23.039	1.456	4.76
Si	-25.782	4.197	4.697
Si	-23.074	6.901	4.731
Si	-25.703	-6.731	4.759
Si	-23.002	-3.992	4.779
Si	-20.341	-1.242	4.783
Si	-17.621	1.435	4.823
Si	-20.37	4.198	4.813
Si	-17.608	6.893	4.801
Si	-20.337	-6.7	4.766
Si	-17.617	-4.026	4.848
Si	-14.881	-1.296	4.877
Si	-12.159	1.403	4.928
Si	-14.926	4.172	4.867
Si	-12.187	6.841	4.914
Si	-14.931	-6.752	4.873
Si	-12.203	-4.007	4.939
Si	-9.441	-1.367	5.032
Si	-6.702	1.39	5.111
Si	-9.464	4.107	4.973
Si	-6.703	6.815	5.072
Si	-9.44	-6.759	4.967
Si	-6.722	-4.075	5.015
Si	-4.01	-1.356	5.143
Si	-1.255	1.367	5.252
Si	-4.018	4.127	5.159
Si	-1.24	6.865	5.218
Si	-3.971	-6.786	5.105
Si	-1.225	-4.089	5.179
Si	2.823	0.007	6.67
Si	5.566	2.743	6.752
Si	2.843	5.479	6.679
Si	5.533	-8.133	6.718
Si	2.804	-5.426	6.659
Si	5.517	-2.736	6.78
Si	8.257	0.017	6.864
Si	10.961	2.69	6.939
Si	8.226	5.441	6.803
Si	10.935	8.129	6.944
Si	8.234	-5.443	6.825
Si	10.971	-2.719	6.938
Si	13.64	-0.036	7.048
Si	16.322	2.649	7.204
Si	13.623	5.412	7.113
Si	16.348	8.141	7.213
Si	13.641	-5.466	7.112
Si	16.372	-2.77	7.176
Si	19.092	-0.081	7.307
Si	21.79	2.682	7.323
Si	19.041	5.388	7.308
Si	21.78	8.153	7.288
Si	19.086	-5.454	7.304
Si	21.778	-2.726	7.322
Si	24.482	-0.052	7.308
Si	27.164	2.662	7.278
Si	24.494	5.396	7.277
Si	27.173	8.106	7.308
Si	24.47	-5.467	7.343
Si	27.122	-2.781	7.303
Si	29.833	-0.024	7.298
Si	32.535	2.709	7.339
Si	29.817	5.375	7.292
Si	32.562	8.076	7.308
Si	29.847	-5.513	7.281
Si	32.53	-2.799	7.346
Si	35.244	-0.063	7.382
Si	37.991	2.666	7.381
Si	35.247	5.385	7.308
Si	37.985	8.103	7.343
Si	35.27	-5.52	7.349
Si	37.989	-2.819	7.376
Si	40.728	-0.105	7.374
Si	43.467	2.648	7.326
Si	40.736	5.393	7.355
Si	43.453	8.092	7.292
Si	40.733	-5.523	7.337
Si	43.474	-2.81	7.306
Si	46.173	-0.092	7.271
Si	48.897	2.636	7.178
Si	46.213	5.384	7.251
Si	48.877	8.1	7.161
Si	46.164	-5.508	7.241
Si	48.866	-2.829	7.197
Si	51.582	-0.081	7.122
Si	54.312	2.663	7.085
Si	51.615	5.379	7.102
Si	54.318	8.093	7.017
Si	51.588	-5.539	7.111
Si	54.312	-2.784	7.031
Si	57.05	-0.084	7.036
Si	59.775	2.662	6.972
Si	57.044	5.398	6.992
Si	59.779	8.121	6.96
Si	57.042	-5.503	6.978
Si	59.793	-2.808	6.953
Si	62.518	-0.075	6.944
Si	65.255	2.675	6.914
Si	62.546	5.386	6.945
Si	65.214	8.115	6.957
Si	62.473	-5.465	6.956
Si	65.213	-2.757	6.941
Si	67.961	0.013	6.93
Si	-59.878	2.75	6.873
Si	67.983	5.375	6.931
Si	-59.896	8.122	6.877
Si	67.954	-5.471	6.9
Si	-59.852	-2.701	6.876
Si	-57.126	0.024	6.806
Si	-54.434	2.737	6.705
Si	-57.169	5.457	6.781
Si	-54.457	-8.117	6.721
Si	-57.131	-5.418	6.836
Si	-54.388	-2.663	6.727
Si	-51.713	0.058	6.624
Si	-49.012	2.799	6.538
Si	-51.715	5.481	6.614
Si	-48.956	-8.087	6.509
Si	-51.725	-5.385	6.624
Si	-48.982	-2.654	6.521
Si	-46.227	0.037	6.445
Si	-43.476	2.753	6.345
Si	-46.253	5.525	6.457
Si	-43.461	-8.048	6.343
Si	-46.217	-5.37	6.39
Si	-43.459	-2.69	6.283
Si	-40.705	-0.01	6.214
Si	-37.955	2.735	6.19
Si	-40.704	5.51	6.272
Si	-37.971	-8.068	6.193
Si	-40.712	-5.324	6.165
Si	-37.967	-2.635	6.09
Si	-35.261	0.042	6.072
Si	-32.545	2.713	6.035
Si	-35.236	5.453	6.146
Si	-32.541	-8.127	6.141
Si	-35.281	-5.346	6.139
Si	-32.554	-2.65	6.108
Si	-29.847	0.103	6.081
Si	-27.134	2.826	6.074
Si	-29.845	5.447	6.083
Si	-27.091	-8.1	6.105
Si	-29.817	-5.388	6.142
Si	-27.088	-2.629	6.115
Si	-24.383	0.098	6.139
Si	-21.72	2.824	6.156
Si	-24.428	5.536	6.094
Si	-21.705	-8.071	6.12
Si	-24.369	-5.361	6.136
Si	-21.675	-2.621	6.155
Si	-18.998	0.096	6.183
Si	-16.294	2.806	6.216
Si	-18.984	5.539	6.17
Si	-16.305	-8.089	6.228
Si	-19.013	-5.361	6.183
Si	-16.28	-2.65	6.205
Si	-13.558	0.068	6.27
Si	-10.838	2.759	6.312
Si	-13.583	5.508	6.26
Si	-10.845	-8.115	6.289
Si	-13.586	-5.388	6.249
Si	-10.867	-2.676	6.349
Si	-8.107	0.017	6.396
Si	-5.378	2.747	6.493
Si	-8.112	5.445	6.367
Si	-5.354	-8.148	6.444
Si	-8.11	-5.412	6.369
Si	-5.394	-2.729	6.433
Si	-2.659	-0.013	6.541
Si	0.082	2.744	6.616
Si	-2.639	5.475	6.523
Si	0.106	-8.123	6.61
Si	-2.62	-5.444	6.508
Si	0.09	-2.736	6.595
Si	1.412	1.366	7.986
Si	4.155	4.106	8.071
Si	1.432	6.828	8.002
Si	4.117	-6.797	8.044
Si	1.395	-4.092	8.013
Si	4.119	-1.361	8.084
Si	6.853	1.37	8.173
Si	9.536	4.069	8.198
Si	6.822	-9.516	8.119
Si	9.531	9.509	8.231
Si	6.833	-4.112	8.161
Si	9.578	-1.36	8.248
Si	12.263	1.321	8.342
Si	14.941	4.015	8.494
Si	12.22	6.775	8.38
Si	14.97	9.515	8.508
Si	12.26	-4.067	8.385
Si	14.957	-1.409	8.439
Si	17.665	1.278	8.582
Si	20.392	4.022	8.647
Si	17.681	6.774	8.593
Si	20.411	9.478	8.651
Si	17.685	-4.109	8.594
Si	20.395	-1.439	8.711
Si	23.107	1.285	8.676
Si	25.793	3.999	8.647
Si	23.107	6.752	8.621
Si	25.796	9.454	8.691
Si	23.074	-4.137	8.696
Si	25.782	-1.441	8.687
Si	28.484	1.305	8.685
Si	31.17	4.042	8.699
Si	28.483	6.731	8.687
Si	31.21	9.459	8.661
Si	28.482	-4.151	8.65
Si	31.172	-1.412	8.674
Si	33.872	1.321	8.701
Si	36.616	4.04	8.695
Si	33.916	6.739	8.699
Si	36.637	9.455	8.718
Si	33.914	-4.14	8.707
Si	36.623	-1.437	8.721
Si	39.372	1.287	8.713
Si	42.113	4.019	8.683
Si	39.369	6.765	8.692
Si	42.118	9.457	8.679
Si	39.375	-4.173	8.709
Si	42.113	-1.469	8.687
Si	44.855	1.296	8.648
Si	47.589	4.018	8.567
Si	44.845	6.735	8.618
Si	47.542	9.454	8.567
Si	44.852	-4.143	8.655
Si	47.555	-1.452	8.598
Si	50.255	1.275	8.523
Si	52.962	4.007	8.452
Si	50.267	6.743	8.484
Si	52.977	9.438	8.432
Si	50.269	-4.167	8.515
Si	52.988	-1.421	8.433
Si	55.712	1.303	8.396
Si	58.431	4.04	8.326
Si	55.684	6.744	8.354
Si	58.442	9.491	8.318
Si	55.707	-4.123	8.353
Si	58.463	-1.426	8.342
Si	61.175	1.305	8.302
Si	63.926	4.04	8.301
Si	61.188	6.766	8.282
Si	63.887	9.515	8.302
Si	61.167	-4.097	8.333
Si	63.902	-1.382	8.317
Si	66.626	1.364	8.307
Si	-61.19	4.074	8.302
Si	66.632	6.765	8.28
Si	-61.214	9.503	8.25
Si	66.625	-4.094	8.281
Si	69.361	-1.346	8.261
Si	-58.478	1.383	8.198
Si	-55.773	4.091	8.106
Si	-58.489	6.796	8.212
Si	-55.751	-6.774	8.16
Si	-58.485	-4.068	8.216
Si	-55.734	-1.331	8.133
Si	-53.041	1.398	8.039
Si	-50.328	4.138	7.945
Si	-53.038	-9.474	8.022
Si	-50.311	-6.743	7.91
Si	-53.004	-4.016	8.061
Si	-50.303	-1.298	7.933
Si	-47.589	1.409	7.805
Si	-44.83	4.117	7.705
Si	-47.574	-9.438	7.844
Si	-44.822	-6.717	7.71
Si	-47.568	-4.025	7.788
Si	-44.798	-1.326	7.689
Si	-42.043	1.373	7.595
Si	-39.305	4.108	7.545
Si	-42.05	-9.435	7.618
Si	-39.329	-6.695	7.509
Si	-42.042	-4.016	7.585
Si	-39.293	-1.343	7.536
Si	-36.567	1.373	7.505
Si	-33.839	4.082	7.442
Si	-36.57	-9.459	7.489
Si	-33.912	-6.743	7.473
Si	-36.618	-3.984	7.501
Si	-33.911	-1.313	7.473
Si	-31.195	1.417	7.472
Si	-28.49	4.126	7.481
Si	-31.171	-9.496	7.47
Si	-28.456	-6.76	7.474
Si	-31.2	-4.018	7.478
Si	-28.496	-1.282	7.443
Si	-25.776	1.463	7.452
Si	-23.096	4.183	7.491
Si	-25.754	-9.441	7.496
Si	-23.041	-6.725	7.521
Si	-25.741	-3.991	7.477
Si	-23.039	-1.264	7.515
Si	-20.356	1.478	7.53
Si	-17.661	4.17	7.576
Si	-20.358	-9.42	7.517
Si	-17.686	-6.725	7.56
Si	-20.352	-3.985	7.548
Si	-17.663	-1.291	7.549
Si	-14.95	1.439	7.598
Si	-12.248	4.117	7.61
Si	-14.964	-9.451	7.608
Si	-12.24	-6.754	7.621
Si	-14.961	-4.013	7.585
Si	-12.232	-1.28	7.672
Si	-9.497	1.405	7.693
Si	-6.79	4.099	7.791
Si	-9.508	-9.494	7.658
Si	-6.762	-6.783	7.742
Si	-9.514	-4.045	7.695
Si	-6.761	-1.351	7.759
Si	-4.039	1.367	7.855
Si	-1.317	4.106	7.923
Si	-4.024	-9.493	7.858
Si	-1.294	-6.78	7.94
Si	-4.023	-4.069	7.804
Si	-1.312	-1.377	7.914
Si	0.015	-0.009	9.297
Si	2.737	2.741	9.367
Si	0.032	5.453	9.307
Si	2.733	8.197	9.411
Si	0.004	-5.436	9.382
Si	2.718	-2.727	9.401
Si	5.438	0.005	9.476
Si	8.183	2.725	9.555
Si	5.449	5.471	9.491
Si	8.12	-8.173	9.534
Si	5.423	-5.475	9.467
Si	8.178	-2.741	9.519
Si	10.909	-0.034	9.675
Si	13.57	2.607	9.78
Si	10.822	5.385	9.644
Si	13.564	8.131	9.75
Si	10.834	10.873	9.63
Si	13.605	-2.739	9.799
Si	16.277	-0.126	9.875
Si	19.017	2.631	9.938
Si	16.313	5.35	9.847
Si	19.032	8.116	9.966
Si	16.305	10.861	9.913
Si	19.005	-2.829	10.032
Si	21.745	-0.074	10.051
Si	24.446	2.642	10.031
Si	21.727	5.419	9.981
Si	24.391	8.092	10.041
Si	21.708	10.815	10.061
Si	24.424	-2.793	10.06
Si	27.126	-0.077	10.042
Si	29.825	2.657	10.062
Si	27.092	5.365	10.035
Si	29.853	8.103	10.026
Si	27.132	10.831	10.044
Si	29.824	-2.791	10.026
Si	32.516	-0.052	10.056
Si	35.257	2.67	10.044
Si	32.55	5.388	10.057
Si	35.289	8.087	10.077
Si	32.552	10.819	10.06
Si	35.263	-2.785	10.097
Si	38.012	-0.088	10.065
Si	40.751	2.664	10.039
Si	37.996	5.412	10.035
Si	40.748	8.118	10.042
Si	38.009	10.807	10.077
Si	40.751	-2.82	10.053
Si	43.497	-0.076	9.988
Si	46.249	2.678	9.958
Si	43.512	5.384	10.005
Si	46.203	8.107	9.964
Si	43.486	10.831	10.021
Si	46.229	-2.784	10.006
Si	48.921	-0.064	9.928
Si	51.627	2.654	9.845
Si	48.95	5.392	9.898
Si	51.617	8.111	9.834
Si	48.915	10.82	9.907
Si	51.638	-2.754	9.82
Si	54.361	-0.048	9.769
Si	57.09	2.687	9.71
Si	54.348	5.387	9.744
Si	57.071	8.127	9.641
Si	54.347	10.86	9.719
Si	57.083	-2.756	9.699
Si	59.83	-0.039	9.69
Si	62.577	2.651	9.642
Si	59.841	5.401	9.636
Si	62.546	8.135	9.645
Si	59.814	10.863	9.662
Si	62.547	-2.723	9.67
Si	65.288	-0.018	9.663
Si	68.004	2.722	9.661
Si	65.299	5.409	9.662
Si	68.017	8.135	9.625
Si	65.287	10.868	9.662
Si	68.017	-2.73	9.637
Si	70.737	0.028	9.597
Si	-57.089	2.746	9.546
Si	-59.802	5.441	9.632
Si	-57.109	8.183	9.536
Si	-59.834	10.881	9.592
Si	-57.082	-2.689	9.52
Si	-54.349	0.041	9.46
Si	-51.643	2.775	9.34
Si	-54.376	5.474	9.412
Si	-51.628	-8.095	9.327
Si	-54.347	-5.384	9.449
Si	-51.606	-2.637	9.375
Si	-48.906	0.072	9.234
Si	-46.168	2.76	9.09
Si	-48.913	5.511	9.222
Si	-46.15	-8.064	9.109
Si	-48.916	-5.35	9.202
Si	-46.174	-2.644	9.067
Si	-43.403	0.051	8.982
Si	-40.626	2.717	8.909
Si	-43.397	5.494	8.958
Si	-40.628	-8.068	8.889
Si	-43.405	-5.335	8.963
Si	-40.631	-2.707	8.916
Si	-37.903	0	8.878
Si	-35.149	2.714	8.82
Si	-37.905	5.483	8.833
Si	-35.217	-8.113	8.874
Si	-37.941	-5.374	8.866
Si	-35.238	-2.664	8.886
Si	-32.526	0.025	8.822
Si	-29.841	2.769	8.86
Si	-32.518	5.452	8.828
Si	-29.823	-8.122	8.828
Si	-32.572	-5.38	8.842
Si	-29.83	-2.662	8.83
Si	-27.145	0.091	8.794
Si	-24.437	2.81	8.851
Si	-27.119	5.494	8.826
Si	-24.407	-8.088	8.89
Si	-27.108	-5.371	8.81
Si	-24.404	-2.635	8.861
Si	-21.704	0.115	8.889
Si	-19.034	2.823	8.942
Si	-21.74	5.545	8.857
Si	-19.028	-8.075	8.937
Si	-21.705	-5.361	8.901
Si	-19.022	-2.626	8.935
Si	-16.336	0.074	8.927
Si	-13.611	2.796	8.99
Si	-16.328	5.519	8.981
Si	-13.621	-8.096	8.976
Si	-16.354	-5.353	8.922
Si	-13.65	-2.64	8.968
Si	-10.893	0.097	9.042
Si	-8.162	2.717	9.112
Si	-10.895	5.453	8.971
Si	-8.174	-8.147	9.043
Si	-10.918	-5.391	9.011
Si	-8.176	-2.676	9.068
Si	-5.421	-0.019	9.166
Si	-2.71	2.728	9.235
Si	-5.435	5.458	9.157
Si	-2.675	-8.156	9.26
Si	-5.404	-5.434	9.112
Si	-2.707	-2.736	9.235
O	16.8	-5.56	20.336
O	4.806	-3.249	-4.217
O	10.681	-1.182	-5.481
O	5.248	2.445	16.595
O	10.813	2.498	19.773
O	3.588	3.841	18.232
O	3.784	6.502	17.833
O	0.81	-5.382	19.58
O	7.59	-5.057	19.81
O	1.018	-7.14	17.647
O	2.503	-5.424	16.402
O	10.009	2.293	-4.198
O	18.387	4.942	17.188
O	7.903	-0.06	16.783
O	9.623	1.755	17.578
O	4.283	3.194	-5.808
O	7.205	4.249	17.546
O	6.914	6.559	18.713
O	7.745	-7.955	20.502
O	10.07	7.076	20.371
O	5.352	-8.1	16.704
O	22.044	-4.371	-3.441
O	5.773	-3.202	19.842
O	8.438	-4.365	17.413
O	10.447	-0.04	19.338
O	12.309	-1.281	17.961
O	13.386	2.842	19.742
O	14.221	1.258	17.8
O	9.069	6.267	17.346
O	15.613	7.618	16.988
O	15.061	-4.861	18.248
O	13.615	5.613	16.9
O	9.759	-6.089	18.818
O	13.036	-6.014	17.001
O	6.123	-2.468	-6.405
O	9.51	-5.374	-3.763
O	16.637	-0.059	-4.962
O	6.111	-1.848	17.558
O	0.842	-0.965	-3.925
O	18.219	4.289	-6.929
O	0.861	-7.909	20.171
O	8.804	-6.844	-5.84
O	14.762	1.683	-0.701
O	8.144	0.562	-3.037
O	1.798	-2.988	19.611
O	10.86	4.75	-5.279
O	11.933	2.451	-5.939
O	11.925	3.756	17.731
O	7.302	-6.665	17.74
O	2.978	0.396	16.528
O	8.381	1.536	19.869
O	1.702	3.203	-1.281
O	9.636	1.014	-6.64
O	4.021	5.29	-4.283
O	12.969	0.836	-2.421
O	18.187	1.855	19.934
O	14.897	6.442	-6.032
O	8.103	-6.7	-1.115
O	8.959	4.898	19.463
O	12.185	3.505	-3.484
O	1.796	5.224	16.942
O	2.103	0.752	-2.417
O	2.747	-6.397	-6.196
O	3.902	-1.488	19.041
O	4.025	2.04	-1.24
O	13.315	4.207	-1.297
O	11.599	4.917	20.043
O	14.645	2.727	-3.055
O	19.941	6.57	18.492
O	7.038	7.435	-1.627
O	27.571	4.133	-1.07
O	7.259	-1.483	-1.652
O	14.683	7.038	-1.143
O	8.538	2.701	-0.268
O	59.024	3.939	-5.323
O	16.027	-2.246	-3.255
O	11.06	-7.39	-4.426
O	13.832	-2.498	-0.111
O	15.973	-7.383	-2.301
O	22.956	-1.637	-1.109
O	31.752	2.947	-4.39
O	16.415	4.601	-5.008
O	3.023	-8.113	-0.61
O	-21.205	5.142	19.196
O	-53.311	-1.001	-4.944
O	45.797	-3.788	-7.269
O	49.756	1.251	-2.397
O	1.472	-1.631	-1.406
O	0.23	0.157	-0.125
O	4.726	6.36	-1.44
O	16.627	5.469	-0.126
O	57.701	6.676	-3.905
O	15.224	-4.12	-1.361
O	18.676	7.69	20.566
O	18.018	-3.383	20.566
O	-39.102	-1.453	18.66
O	19.771	-5.447	-2.715
O	-35.434	5.453	20.521
O	20.748	-0.649	-2.256
O	10.517	1.293	-1.305
O	64.353	-1.147	18.787
O	-33.008	-0.641	-3.704
O	8.636	3.513	-6.748
O	5.55	6.432	-6.106
O	19.431	-4.096	-0.462
O	-49.483	-5.089	-0.676
O	5.684	0.15	-0.471
O	10.07	-4.036	-1.515
O	19.842	3.418	-2.768
O	10.917	-0.656	-2.991
O	5.104	-5.614	20.563
O	11.246	5.512	-0.376
O	9.632	7.413	-1.214
O	8.677	-7.86	-3.439
O	13.67	-6.954	-0.789
O	11.929	-0.746	-0.615
O	11.38	-5.644	-0.134
O	30.221	6.905	-6.819
O	17.696	-2.17	18.176
O	23.405	1.353	-5.235
O	20.226	1.627	18.121
O	32.789	-5.15	19.904
O	-3.448	3.24	19.304
O	52.946	5.293	19.982
O	30.05	-6.98	-5.856
O	18.9	-1.897	-5.829
O	20.332	-4.077	18.464
O	25.851	-1.564	-2.101
O	32.589	2.816	17.172
O	23.922	-0.257	17.165
O	25.316	1.509	18.47
O	23.196	-3.706	-5.696
O	22.307	3.859	18.068
O	22.747	4.582	20.578
O	26.219	6.746	18.257
O	27.792	3.572	17.888
O	22.92	-7.828	18.089
O	34.234	-1.115	18.377
O	23.853	-6.44	-7.166
O	25.954	-4.213	18.316
O	24.648	-2.033	19.014
O	27.101	-1.987	17.944
O	29.505	-1.091	18.121
O	31.145	0.939	18.137
O	24.302	5.299	17.195
O	27.273	0.008	-7.051
O	30.94	7.063	18.095
O	29.878	-5.553	17.016
O	29.719	5.214	16.933
O	28.467	-7.102	18.464
O	31.316	-3.808	18.251
O	21.938	-5.899	19.38
O	19.751	-1.614	19.911
O	37.948	-5.971	-2.87
O	33.354	-3.875	-5.589
O	21.924	-2.487	17.225
O	18.152	-0.742	-3.023
O	37.991	0.047	0.356
O	40.178	-6.456	-5.89
O	20.603	3.225	19.982
O	27.914	6.655	-5.699
O	23.751	-7.43	20.631
O	31.916	-1.793	-5.02
O	22.597	-1.894	-3.768
O	26.328	-7.578	-6.701
O	20.429	0.756	20.637
O	30.322	0.167	20.419
O	33.15	-5.981	-7.094
O	28.817	4.753	-7.166
O	21.297	8.053	20.156
O	28.691	1.286	-5.26
O	30.006	-2.819	0.138
O	24.268	-5.707	17.235
O	18.826	-0.138	17.077
O	24.57	0.096	20.582
O	-37.554	-3.307	-6.814
O	-17.38	-3.519	17.205
O	21.662	3.789	-0.89
O	23.187	2.942	-3.196
O	28.572	1.193	18.705
O	6.473	4.077	-1.098
O	36.699	-4.603	-4.853
O	28.583	6.15	19.31
O	32.256	1.063	-6.158
O	32.112	-6.1	-4.621
O	30.175	-5.605	19.886
O	23.006	2.039	19.749
O	-25.19	1.37	-6.447
O	-21.571	-5.344	-1.177
O	23.122	7.967	-4.206
O	57.376	4.146	-3.33
O	32.103	-4.524	-0.094
O	37.447	-2.015	-4.854
O	-15.047	-4.199	18.174
O	18.081	-6.332	-0.848
O	31.659	7.703	-4.166
O	21.064	1.522	-4.081
O	-57.343	-6.732	-3.166
O	19.908	1.83	-0.631
O	29.536	2.838	-0.206
O	27.773	2.856	20.523
O	27.63	-0.085	-3.251
O	32.371	3.316	20.246
O	37.724	-7.041	-5.237
O	35.669	2.893	-3.008
O	36.601	7.28	-3.035
O	24.604	-3.538	-3.45
O	31.513	-6.173	-1.91
O	-59.925	-3.438	-6.369
O	30.269	-0.226	-3.767
O	29.697	-2.733	-3.825
O	24.934	-6.556	-4.753
O	27.206	-3.519	-3.21
O	33.317	-4.131	-2.337
O	-53.382	3.55	20.074
O	31.001	5.575	20.19
O	25.059	-7.891	-2.491
O	29.994	3.323	19.216
O	19.397	7.935	0.115
O	-5.947	-2.419	19.979
O	-14.74	-2.404	19.979
O	29.183	1.873	-2.713
O	29.248	-4.83	-2.302
O	30.953	-4.617	-6.4
O	18.782	-1.556	-0.719
O	16.666	-0.04	-0.008
O	21.383	5.907	0.314
O	32.767	5.241	-0.047
O	31.667	7.041	-1.489
O	55.426	-4.135	-5.647
O	-32.688	4.841	18.989
O	62.151	2.952	-0.112
O	44.236	5.274	20.22
O	-12.481	6.914	17.308
O	22.509	3.198	-6.915
O	33.861	-2.261	-0.578
O	48.65	-5.57	-3.164
O	50.544	-7.317	18.027
O	30.047	5.069	-4.828
O	26.488	0.755	-0.96
O	23.081	-6.84	-1.024
O	25.23	3.028	-0.528
O	60.031	4.933	-0.173
O	-31.235	-1.857	17.098
O	37.032	-3.448	-0.727
O	21.66	-5.261	0.189
O	21.747	0.187	0.236
O	25.597	-3.911	-1.055
O	-31.646	7.384	-3.423
O	48.815	5.163	0.075
O	34.227	2.391	-5.183
O	56.786	0.303	19.401
O	41.672	-4.36	-5.845
O	18.617	0.621	-6.576
O	33.924	7.526	-2.836
O	35.082	4.731	-4.817
O	-38.369	-6.016	-3.294
O	36.765	2.695	-5.451
O	28.235	-1.211	-0.954
O	27.22	-5.55	0.055
O	41.913	-7.681	20.102
O	67.061	4.296	17.91
O	38.97	1.37	-5.911
O	36.162	0.74	18.513
O	49.688	5.336	-5.222
O	34.029	4.939	17.981
O	36.496	5.878	17.914
O	-18.544	-0.137	-4.138
O	44.127	-3.682	19.743
O	35.245	-5.476	17.245
O	36.989	-3.649	18.172
O	43.477	0.41	-5.488
O	49.112	2.697	17.278
O	40.757	-0.067	17.145
O	42.138	1.95	17.97
O	36.587	0.188	-6.407
O	39.796	3.298	18.097
O	34.802	7.082	19.442
O	42.931	6.309	18.138
O	-60.936	7.243	-1.4
O	38.053	7.955	17.283
O	50.473	-5.243	-6.34
O	41.727	-2.865	20.193
O	41.84	-4.458	18.073
O	-52.794	6.455	-5.619
O	43.591	-2.694	17.142
O	45.537	-1.052	17.969
O	47.283	0.963	18.116
O	40.858	5.337	16.962
O	45.232	0.798	19.781
O	48.131	7.209	18.021
O	46.27	-5.294	16.688
O	46.303	5.438	17.175
O	44.519	-6.098	18.344
O	47.919	-4.039	18.187
O	37.923	4.956	-3.205
O	35.565	4.654	20.025
O	-8.641	-4.872	-6.036
O	45.096	-1.311	-6.698
O	38.633	-1.578	17.784
O	-52.597	3.81	17.603
O	50.496	3.188	-6.761
O	32.79	-7.677	20.637
O	-53.116	-7.563	-1.319
O	-48.728	-4.465	19.755
O	39.133	-3.99	-5.42
O	47.149	1.724	-0.849
O	-2.542	2.014	-6.167
O	41.085	0.903	-4.372
O	-23.419	4.915	-6.876
O	-16.195	-7.55	-6.235
O	-37.568	0.37	19.91
O	35.021	-6.647	19.742
O	40.628	-5.493	-2.816
O	44.27	3.988	17.97
O	39.876	-6.943	18.476
O	35.285	-0.079	16.271
O	42.812	-2.07	-5.548
O	-21.44	-7.37	-5.411
O	-7.946	3.919	-5.04
O	34.323	3.293	-0.795
O	-38.473	5.816	-1.002
O	47.951	3.446	-5.868
O	41.284	6.601	-0.676
O	49.89	-2.751	-5.575
O	46.202	5.125	-6.856
O	44.548	6.474	-5.293
O	45.448	-5.811	-5.696
O	46.233	-5.009	20.082
O	32.595	-0.17	0.187
O	-19.711	3.78	-1.898
O	45.753	2.53	-2.967
O	40.498	4.972	-2.68
O	-61.555	-6.556	-2.284
O	31.775	-1.987	-2.384
O	52.31	-6.965	-5.404
O	34.675	0.778	-1.734
O	33.886	-6.313	-0.907
O	41.445	-3.836	-0.91
O	38.602	0.17	-3.712
O	37.82	-2.102	20.156
O	36.611	2.051	-0.634
O	45.322	3.64	-0.651
O	45.297	3.186	-5.384
O	43.099	-0.057	-2.942
O	5.18	8.114	20.043
O	-45.966	-0.545	19.759
O	39.701	-7.736	-3.621
O	50.971	5.033	-3.003
O	54.028	-4.268	17.918
O	-11.553	0.659	-3.987
O	46.849	7.665	20.255
O	49.013	-0.622	-4.269
O	45.921	7.696	-7.101
O	56.971	2.62	-0.195
O	45.935	-2.778	-0.006
O	51.038	-6.641	-3.159
O	44.234	4.679	-3.427
O	52.183	3.643	-4.963
O	-59.243	4.531	-1.2
O	-12.466	1.272	19.575
O	35.373	8.067	0.025
O	-12.489	-3.565	-1.817
O	-45.522	0.49	-4.765
O	43.967	-1.284	-0.785
O	48.372	-2.965	-3.356
O	51.926	-5.471	16.991
O	-43.114	-5.329	-4.096
O	-16.709	6.796	-4.65
O	36.65	5.9	-0.87
O	-35.001	4.566	-6.356
O	47.195	6.725	-1.078
O	47.582	-4.317	-1.186
O	-20.621	3.564	-4.285
O	-55.838	0.683	-1.374
O	-13.912	0.151	-4.965
O	49.627	-6.668	-0.955
O	-34.346	-1.484	18.558
O	51.99	-2.655	-3.226
O	37.331	-1.537	-2.302
O	39.292	-1.936	-0.485
O	-43.317	0.733	-6.233
O	42.125	0.648	-0.631
O	39.597	-6.998	-0.986
O	40.652	2.611	0.226
O	43.23	2.393	-3.877
O	39.454	7.354	-5.906
O	52.678	-3.345	-0.801
O	37.991	-5.521	0.355
O	-54.913	7.29	17.409
O	-60.046	-1.844	-3.36
O	51.997	2.636	-2.64
O	-18.176	4.956	-3.613
O	46.516	5.947	-3.548
O	-13.644	-5.598	-4.487
O	43.386	5.274	0.111
O	67.06	-4.966	-3.266
O	51.291	7.282	-4.212
O	44.377	7.271	-2.779
O	-60.707	0.627	-3.913
O	55.482	-2.852	-3.386
O	-16.506	4.26	-5.493
O	43.299	-5.52	-0.046
O	60.481	6.727	19.332
O	50.316	-1.683	18.174
O	55.357	0.478	-5.416
O	53.405	1.54	18.176
O	64.215	4.004	-5.394
O	51.015	4.353	18.178
O	52.827	6.093	17.514
O	50.964	6.736	19.25
O	56.117	-4.419	19.568
O	-1.387	-0.467	-2.612
O	55.785	-6.288	17.814
O	63.341	-2.265	-4.912
O	65.308	2.707	16.906
O	57.245	-0.062	16.554
O	58.587	1.631	17.849
O	53.221	-1.071	-5.19
O	55.234	3.922	17.624
O	56.965	3.036	19.327
O	58.652	7.532	17.714
O	59.708	4.259	20.148
O	54.426	8.079	16.875
O	-62.339	-4.677	-5.519
O	55.887	-2.012	-7.25
O	57.976	-4.242	17.719
O	59.618	-7.048	19.553
O	59.918	-2.701	16.891
O	61.884	-1.101	17.726
O	-32.447	2.736	16.076
O	57.203	5.5	16.856
O	58.83	1.683	20.39
O	64.14	7.777	17.305
O	62.527	-5.756	16.62
O	62.645	5.643	16.763
O	61.029	-7.737	17.487
O	61.21	-4.924	19.368
O	-23.155	7.082	-5.504
O	50.366	1.547	-4.931
O	-55.994	-4.804	-4.118
O	65.826	-5.717	-5.525
O	55.628	-1.563	17.829
O	51.532	-0.173	-3.446
O	66.503	6.814	17.647
O	49.302	-7.915	20.168
O	54.503	2.986	19.995
O	-45.051	5.254	18.952
O	-29.181	4.532	-6.076
O	63.571	1.194	-1.378
O	56.392	-0.351	-3.181
O	49.82	-0.696	20.571
O	51.994	2.36	20.356
O	62.329	-2.56	19.851
O	63.579	-4.85	20.407
O	62.229	4.866	19.808
O	54.155	7.671	20.117
O	62.671	-0.004	-5.982
O	39.297	4.743	-0.396
O	-18.555	6.204	19.966
O	51.783	0.015	16.97
O	-38.327	3.489	-3.569
O	-51.526	-2.868	-0.687
O	50.64	-3.18	20.271
O	50.323	3.224	-0.747
O	57.558	1.713	-4.438
O	62.502	0.119	19.986
O	55.364	6.399	-2.91
O	66.018	-3.185	-5.059
O	63.238	1.407	17.844
O	-53.094	1.753	-2.939
O	15.554	-4.717	-3.935
O	-21.293	0.902	-4.094
O	33.172	0.604	-3.762
O	-25.483	-6.067	16.728
O	59.77	5.182	-3.176
O	58.037	6.031	-1.371
O	56.447	3.51	-5.822
O	64.435	-6.656	-3.071
O	67.825	-7.257	-6.098
O	53.895	-0.936	-2.659
O	51.526	7.996	-0.185
O	59.639	-5.32	-3.058
O	52.741	1.403	-6.103
O	-41.979	-3.849	-6.111
O	51.869	1.094	-0.68
O	-34.222	1.764	-2.383
O	61.18	2.243	19.369
O	59.248	-0.296	-3.081
O	65.801	3.213	-3.65
O	53.406	-7.695	-3.144
O	55.435	-7.121	-1.475
O	-60.359	-6.061	-6.573
O	37.072	5.618	-6.091
O	62.354	7.043	-3.682
O	53.6	4.621	-3.035
O	62.608	-0.275	-3.383
O	18.405	1.889	-4.338
O	57.197	-4.793	-3.731
O	62.432	-2.821	-0.26
O	-8.705	5.26	19.483
O	5.471	3.203	-3.459
O	64.773	5.027	19.846
O	55.888	-7.67	-4.021
O	65.557	1.776	-5.89
O	-47.394	1.796	-6.059
O	-1.737	8.01	19.835
O	61.096	-7.035	-1.555
O	61.051	1.383	-2.16
O	24.586	3.686	-5.297
O	41.552	6.106	-6.882
O	50.54	-1.875	-1.043
O	48.846	-0.112	-0.004
O	53.412	6.34	-1.057
O	65.107	5.302	-0.326
O	62.986	6.641	-1.093
O	63.795	-5.008	-1.079
O	66.84	-7.631	-3.01
O	65.449	8.094	-5.078
O	-0.87	3.546	19.139
O	-20.598	-0.605	-1.94
O	-39.06	1.986	16.808
O	67.95	-1.092	-3.399
O	-11.918	2.128	17.206
O	55.824	-1.745	-1.024
O	-61.617	6.079	17.898
O	58.838	0.885	-0.842
O	-56.882	2.913	19.55
O	-36.421	5.277	-4.222
O	2.6	-4.239	-3.058
O	-12.534	6.298	19.885
O	-62.391	-3.087	-0.22
O	54.095	-5.421	-0.148
O	54.129	-0.089	0.034
O	58.16	-3.859	-1.417
O	-62.332	2.659	-3.389
O	58.884	-2.836	-3.751
O	63.362	4.777	-2.971
O	-46.382	-3.161	19.48
O	3.295	-1.602	-3.086
O	-9.878	-1.805	17.08
O	64.821	7.015	-2.829
O	-18.164	0.97	17.046
O	-18.831	4.022	-6.677
O	-18.891	-1.612	17.622
O	60.698	-1.016	-1.08
O	59.652	-5.517	-0.111
O	-53.367	-6.188	20.267
O	66.637	-1.732	17.803
O	-58.853	-4.09	19.436
O	-60.483	1.369	17.884
O	-48.015	6.513	-5.811
O	-22.299	-2.426	-6.363
O	-60.105	7.986	17.09
O	-27.223	-2.876	-3.893
O	-54.604	-6.741	-7.238
O	66.211	-6.932	17.819
O	-60.782	-3.568	17.726
O	37.125	8.062	20.304
O	-48.403	2.952	16.391
O	-57.054	-0.077	16.677
O	-55.463	1.691	17.653
O	65.294	-1.295	-3.483
O	-58.523	3.844	17.714
O	-58.251	5.025	20.098
O	17.176	-1.02	20.39
O	-37.634	-2.306	16.616
O	-58.422	-6.682	17.888
O	-48.491	-1.946	20.285
O	-58.405	-5.112	-5.157
O	-54.723	-4.108	17.558
O	-53.401	-2.856	19.609
O	-57.283	5.235	-5.969
O	-51.88	-0.158	17.068
O	-50.148	1.58	17.648
O	-56.809	5.498	16.576
O	-54.753	1.35	20.114
O	-48.642	5.576	19.742
O	-51.41	-5.219	16.163
O	-51.233	5.617	16.439
O	-52.715	-6.755	17.719
O	-49.741	-3.657	17.416
O	-62.45	-5.383	16.846
O	-4.064	-6.639	-4.487
O	-56.58	7.617	-1.205
O	-47.668	-2.931	-6.145
O	-58.808	-1.869	17.856
O	-14.761	6.919	18.623
O	-48.425	4.093	-6.73
O	65.204	7.74	19.708
O	-41.497	2.371	17.922
O	-27.605	1.52	16.887
O	-46.404	6.901	20.358
O	-32.222	-5.729	-0.977
O	-37.777	5.672	19.483
O	66.54	-0.186	20.042
O	-61.858	1.367	20.129
O	-50.434	-0.537	19.237
O	-10.069	4.492	17.284
O	-50.487	5.538	-6.128
O	-58.889	7.167	-5.864
O	-55.888	5.793	19.229
O	-56.796	-5.336	16.594
O	-62.429	0.035	16.788
O	-55.591	-1.845	-5.966
O	-54.718	5.648	-0.563
O	-28.253	-5.153	-5.013
O	66.729	3.297	-1.228
O	-57.147	1.819	-3.308
O	-52.228	1.316	19.314
O	-59.608	5.582	-3.724
O	-45.843	2.095	19.542
O	-4.886	-4.524	-3.12
O	-25.701	5.327	19.806
O	3.29	7.575	-5.306
O	-51.322	-4.916	19.185
O	2.867	1.125	-6.593
O	-55.568	-0.127	-3.932
O	-10.28	2.866	19.228
O	-57.452	4.346	-3.045
O	-54.954	4.624	-6.953
O	-44.504	-2.029	-2.411
O	-14.404	-6.339	-2.08
O	17.468	-4.289	-5.651
O	66.66	-6	-0.965
O	-55.091	-7.943	-3.147
O	1.182	5.673	-5.705
O	-10.177	-3.666	18.836
O	-61.224	1.588	-1.426
O	-52.833	3.92	-1.393
O	-32.107	-2.806	-4.706
O	-51.273	0.043	-3.644
O	-43.362	-7.835	20.41
O	-46.749	2.527	-3.627
O	-57.488	7.105	-3.614
O	-45.97	6.539	-4.146
O	-31.512	3.206	-5.64
O	-50.153	-7.524	-3.717
O	-43.422	3.626	19.978
O	-50.874	-0.91	-6.061
O	-51.369	-2.534	-4.074
O	-56.138	-3.846	-1.565
O	-52.779	-0.625	-1.594
O	-46.777	-4.945	-4.527
O	-33.79	5.893	-4.308
O	-23.746	-6.783	-6.487
O	-59.941	-8.15	-3.66
O	-51.046	4.595	19.711
O	67.697	8.163	-0.05
O	-55.63	-4.263	-7.09
O	-29.855	0.63	19.165
O	-51.062	1.465	-1.409
O	-51.137	-5.086	-3.742
O	-53.907	-1.71	17.288
O	40.723	1.978	20.19
O	-61.31	-1.351	-5.663
O	-15.336	1.703	-6.504
O	-49.101	5.525	-0.42
O	-50.417	7.431	-1.533
O	-4.072	7.356	18.651
O	-47.194	-7.539	-4.717
O	-31.699	0.932	-6.911
O	-60.237	-7.631	19.645
O	-14.217	2.701	-4.213
O	-58.186	7.179	18.69
O	-46.654	-2.433	-3.823
O	-22.054	0.222	19.636
O	-54.576	-5.55	-0.489
O	-55.083	3.351	-2.487
O	-1.013	-2.784	-3.907
O	-60.323	-5.092	-0.168
O	-57.394	2.693	-0.474
O	-55.889	3.322	-4.94
O	-34.299	-3.512	20.442
O	-46.251	-3.623	-1.456
O	-48.98	-3.623	-4.02
O	-59.945	-0.227	-0.268
O	-44.053	-5.026	-1.544
O	-2.298	8.031	-3.658
O	-54.917	-2.566	-3.502
O	-48.396	6.977	-3.235
O	-40.832	-7.976	19.748
O	-36.341	-7.146	-4.435
O	43.862	-4.16	-4.405
O	17.564	-4.173	-2.311
O	-11.359	6.905	-1.854
O	-47.135	6.474	17.909
O	-18.744	-4.784	-4.39
O	-8.231	-7.425	-5.607
O	-8.768	2.178	-6.89
O	-22.578	2.657	-5.707
O	-47.103	-1.574	17.522
O	-38.265	-3.642	-4.276
O	-16.885	6.779	17.073
O	-29.89	-5.506	15.953
O	-46.17	4.458	16.701
O	-44.717	6.735	16.914
O	25.445	4.283	-2.851
O	-41.436	5.027	-4.295
O	-47.449	-7.359	16.98
O	-43.682	-4.555	17.272
O	-39.794	-2.366	-5.95
O	-9.736	-7.326	-1.925
O	-40.558	0.101	15.922
O	-41.338	3.189	-0.851
O	-44.542	-1.579	-6.111
O	-42.514	3.004	15.588
O	13.471	-7.704	-3.21
O	-38.891	6.188	17.215
O	-39.819	1.118	19.204
O	-42.983	-7.823	16.109
O	-30.833	-5.047	-4.718
O	-41.631	-5.66	18.66
O	-39.727	-3.676	17.186
O	-32.931	6.652	17.063
O	20.155	3.635	-5.306
O	-42.351	3.312	-6.064
O	-33.684	0.752	17.121
O	-40.701	5.102	15.886
O	-42.478	-3.191	19.11
O	-21.151	-7.044	16.728
O	-35.448	-5.402	15.864
O	-35.12	5.466	16.18
O	-36.833	-7.352	17.003
O	-33.454	-4.597	17.139
O	-45.865	-5.444	16.263
O	-27.39	5.549	-4.398
O	-22.915	1.603	17.38
O	-29.476	-2.847	-5.244
O	-42.186	-1.478	17.127
O	-32.711	0.092	-1.183
O	-10.801	-5.307	-0.841
O	-49.706	7.6	17.188
O	-43.077	4.4	17.572
O	-36.682	-6.108	19.296
O	-28.735	-6.116	18.903
O	-33.629	1.689	-5.049
O	-5.158	4.965	-3.087
O	-44.533	-1.885	18.096
O	-41.828	-1.329	-6.986
O	0.711	2.861	17.176
O	-29.873	-6.815	-6.419
O	-6.891	-2.864	-3.633
O	-39.821	4.181	-6.205
O	-43.196	-0.54	-4.034
O	-37.126	4.229	17.237
O	-40.922	-5.701	16.04
O	-45.843	0.224	16.249
O	-29.407	-3.085	-1.108
O	-42.697	-0.645	19.613
O	-29.048	1.9	-1.751
O	-47.399	3.92	-1.565
O	-42.275	-2.959	-3.673
O	-14.957	4.906	16.951
O	55.087	-1.588	20.325
O	20.044	-7.751	-5.332
O	16.604	2.293	-6.239
O	-2.876	4.766	-6.412
O	-39.626	7.706	-6.738
O	14.211	5.234	-3.676
O	-43.784	5.34	-5.408
O	-40.626	7.856	-1.001
O	-39.582	1.652	-2.025
O	-40.545	2.462	-4.346
O	-19.106	-6.572	-6.207
O	67.105	5.996	20.037
O	-30.98	3.663	-2.062
O	-12.723	-2.758	18.405
O	18.934	4.225	-0.549
O	-53.215	5.933	18.97
O	5.347	4.118	20.071
O	8.299	-1.133	-6.508
O	-45.393	2.221	-1.407
O	-16.873	-1.364	19.088
O	-35.174	0.864	19.247
O	-37.498	-1.327	-5.017
O	-35.799	2.837	-4.089
O	26.325	4.95	20.216
O	-43.407	5.222	-0.632
O	-36.065	7.651	19.181
O	-16.204	1.013	-4.081
O	-35.579	7.052	-5.818
O	15.527	1.289	19.992
O	-4.918	-6.665	19.97
O	-32.81	-5.631	19.485
O	-42.017	7.354	-5.489
O	-34.708	-2.68	-4.043
O	-44.99	2.946	-5.491
O	-20.723	-4.479	-6.062
O	-31.443	2.642	19.719
O	11.977	-5.457	-2.938
O	-2.826	-5.285	19.039
O	-48.355	-7.172	-1.753
O	51.893	-7.338	20.366
O	-33.797	-7.828	-4.533
O	-35.696	0.278	-4.052
O	-35.977	-4.862	-3.168
O	-30.215	-1.827	19.619
O	-46.974	-1.174	-1.556
O	-6.78	1.535	-5.237
O	-45.31	6.776	-1.587
O	-32.643	5.468	-1.059
O	13.061	0.197	19.934
O	-33.721	-4.044	-2.104
O	-39.343	3.799	18.598
O	37.315	-3.255	-7.167
O	25.931	-4.942	-6.487
O	1.663	-1.577	17.534
O	-0.081	1.328	-6.463
O	30.552	3.985	-2.367
O	-18.229	-1.506	-6.425
O	-42.063	-1.316	-1.755
O	60.725	-7.401	-4.207
O	-39.596	-3.98	-2.027
O	-42.607	-7.038	-2.105
O	-3.81	7.159	-5.613
O	-12.892	4.481	-2.593
O	-29.25	2.986	18.182
O	-19.641	7.285	-6.654
O	31.374	1.589	-1.179
O	-43.79	0.272	-0.675
O	-29.143	6.953	-2.38
O	-31.221	1.195	-3.075
O	3.071	-6.777	19.313
O	-24.373	2.868	-1.245
O	-11.147	3.298	-3.899
O	12.025	6.868	-6.636
O	35.552	-6.78	-3.761
O	5.296	7.558	-3.714
O	-35.222	-6.988	-6.763
O	65.985	-2.818	19.988
O	-51.174	-7.492	19.737
O	-37.421	-0.74	-2.332
O	-37.965	-5.385	-0.612
O	-48.223	0.689	19.834
O	16.119	7.025	-3.904
O	16.306	2.881	17.086
O	-18.401	2.467	-4.016
O	4.769	1.586	19.305
O	-31.068	4.775	16.845
O	-28.64	6.469	17.075
O	-30.689	6.491	18.682
O	-25.398	-6.861	-2.004
O	-27.856	6.636	-6.828
O	-27.854	-4.337	16.979
O	-45.281	-6.385	-6.076
O	-16.434	2.821	16.246
O	-24.512	0.031	16.123
O	-54.512	7.889	19.99
O	-6.575	1.186	17.274
O	-26.985	4.026	16.696
O	-24.847	5.209	-4.708
O	-22.804	7.281	17.176
O	-20.496	3.676	17.119
O	-27.154	-7.987	16.086
O	-18.385	-3.365	19.635
O	-12.4	-1.71	-3.696
O	47.65	-6.621	18.667
O	-26.987	-0.27	-7.122
O	-21.838	-2.48	16.196
O	-20.566	-0.122	16.726
O	-24.65	5.535	16.288
O	-23.546	-4.278	17.03
O	-59.482	0.24	20.165
O	-19.139	-5.291	16.271
O	-19.014	5.55	16.172
O	-17.142	-5.614	19.297
O	58.701	-4.589	20.158
O	-2.992	-0.148	16.637
O	11.585	-2.054	20.415
O	16.817	-6.847	18.195
O	6.656	5.479	-3.215
O	-26.308	-1.484	17.139
O	29.222	-7.028	-0.784
O	-3.404	1.193	-2.471
O	-31.956	-6.74	17.112
O	63.449	-3.931	17.993
O	-33.71	-3.885	-7.202
O	-17.291	5.999	-7.234
O	-5.915	7.011	16.849
O	-27.084	-3.155	-6.433
O	4.451	-3.407	-1.508
O	26.677	-2.811	20.436
O	-19.432	7.967	-4.133
O	-11.244	2.008	-6.186
O	-4.951	-1.914	17.415
O	-23.382	-6.647	18.129
O	-21.34	-7.815	19.131
O	39.209	-3.432	-2.423
O	-15.329	5.028	-3.429
O	-29.679	0.014	16.15
O	-21.39	2.611	19.269
O	-20.129	-2.154	-4.827
O	-32.286	-3.136	19.097
O	-23.487	7.5	-1.866
O	-7.127	-4.356	-1.668
O	46.73	-7.879	-2.883
O	41.632	-3.149	-3.462
O	-25.531	-2.379	19.506
O	-45.111	4.454	-2.819
O	14.626	-6.865	19.873
O	-10.559	7.939	-6.612
O	3.104	2.962	20.641
O	-23.307	6.362	20.207
O	-24.604	-2.838	-4.1
O	-0.762	-4.102	-1.576
O	-7.984	-2.472	-6.816
O	20.016	-4.196	-5.095
O	-16.192	-4.752	-4.579
O	-6.191	-5.91	-6.535
O	40.824	-5.373	20.353
O	-12.791	-7.66	19.279
O	-29.459	2.884	-4.073
O	-9.23	1.724	-4.406
O	-29.995	-3.953	18.266
O	25.713	5.77	-0.765
O	-19.484	0.367	19.191
O	32.368	5.393	-3.497
O	-1.202	1.899	-1.335
O	-58.674	-2.331	-1.076
O	-8.886	-1.775	-1.988
O	-25.67	7.216	-3.27
O	55.289	4.509	-1.025
O	-27.766	-0.956	19.267
O	-14.648	-7.959	-4.12
O	-25.954	4.746	-2.281
O	-2.416	5.58	19.447
O	-33.945	7.39	-2.115
O	10.514	-2.845	16.903
O	-18.927	-2.513	-1.155
O	42.029	4.122	19.371
O	-8.762	6.286	-6.056
O	-59.196	-7.103	-1.331
O	-23.38	-3.415	-1.829
O	13.639	7.108	20.405
O	-30.235	-7.699	-0.947
O	-23.954	2.069	19.817
O	66.976	3.928	-5.986
O	-17.854	1.261	-1.945
O	10.916	-8.096	16.805
O	-4.883	3.103	-6.554
O	-30.886	-1.338	-2.242
O	52.387	-1.325	19.859
O	3.576	-3.526	17.64
O	-16.281	5.465	-0.901
O	-18.022	7.269	-1.924
O	-17.304	-4.306	-2.15
O	57.971	-0.756	-5.207
O	-11.753	-0.901	-6.108
O	20.89	6.808	-3.472
O	35.129	7.329	-5.144
O	-28.517	7.731	19.431
O	-14.433	-3.253	-3.615
O	-40.568	-4.948	-4.233
O	-25.69	-1.54	-2.194
O	-6.799	7.191	19.235
O	-22.643	1.065	-1.943
O	-6.863	6.647	-1.904
O	64.406	-3.916	-3.26
O	-18.369	-4.069	-6.995
O	62.318	7.956	-6.165
O	-1.164	1.271	17.811
O	-27.315	-5.137	-1.1
O	-27.196	0.155	-1.094
O	-4.91	7.571	-3.288
O	-5.214	-0.045	-3.803
O	-3.603	-6.53	-1.867
O	-3.36	-2.747	19.269
O	-49.053	0.06	-0.621
O	-21.633	5.595	-1.213
O	6.227	-1.052	-4.129
O	-17.176	-7.225	-3.635
O	34.361	-1.424	-6.126
O	24.655	7.917	0.073
O	-18.942	3.733	19.323
O	-6.7	4.946	-7.046
O	-29.369	2.027	-6.606
O	-7.863	-3.601	17.347
O	-14.9	-1.782	17.314
O	-7.107	-5.543	-4.062
O	48.78	-5.009	20.489
O	-1.221	6.744	-6.005
O	-12.143	-7.344	-3.254
O	-25.284	6.757	-6.9
O	-57.608	-2.894	-3.44
O	-8.344	-1.87	19.21
O	-15.526	-6.572	17.33
O	-11.399	-4.088	16.629
O	-6.754	6.234	-4.601
O	-27.577	-3.935	19.554
O	-8.365	-0.055	15.991
O	8.726	-1.874	-3.779
O	-48.397	-8.1	19.336
O	47.286	-2.234	-5.599
O	55.708	6.573	-5.647
O	1.934	3.536	-6.99
O	-13.427	8.067	-0.78
O	-10.772	-7.746	16.218
O	7.599	1.769	-5.201
O	-0.912	-3.459	19.819
O	-2.343	-4.933	-3.545
O	39.863	4.85	-5.182
O	-38.313	0.941	-4.152
O	-25.946	-0.649	-4.729
O	28.719	-4.846	-4.941
O	-8.092	5.623	16.21
O	-5.872	2.55	19.352
O	-37.752	-3.756	18.803
O	-2.909	-5.428	16.084
O	-3.097	5.302	16.364
O	-4.576	-6.709	17.446
O	-1.586	-3.609	17.385
O	-13.572	-5.368	16.023
O	-14.348	-3.796	-6.234
O	-3.554	3.368	-4.245
O	11.406	-4.711	20.451
O	-23.742	-7.274	-3.94
O	10.998	-3.178	-3.798
O	5.878	-5.362	-0.514
O	-5.362	5.119	18.796
O	-45.08	-6.693	-3.385
O	0.896	1.738	19.64
O	-5.488	-3.391	-6.558
O	44.525	-6.465	-3.325
O	1.432	-6.084	-1.433
O	-25.134	-4.942	19.053
O	0.292	5.34	-0.564
O	-53.025	4.253	-3.983
O	-60.507	-2.261	20
O	-20.19	1.852	-6.301
O	18.463	7.786	-3.327
O	-39.259	-5.728	19.877
O	-4.805	3.374	17.024
O	-8.759	-5.712	16.223
O	-13.577	0.187	16.352
O	-8.036	0.933	19.47
O	-6.073	-0.847	-6.061
O	-1.664	7.131	17.426
O	-14.939	3.254	-1.665
O	60.729	-1.437	-4.879
O	6.097	-0.61	19.922
O	-42.514	6.198	19.336
O	-57.004	0.363	19.414
O	63.639	2.604	20.141
O	-24.375	-1.062	-6.81
O	62.215	-5.374	-3.232
O	-55.874	-2.258	18.989
O	-8.001	3.184	18.076
O	-7.806	-0.54	-4.042
O	0.275	-5.149	-3.655
O	19.821	-2.865	-2.898
O	54.123	-6.039	19.911
O	-1.182	1.771	-3.955
O	0.809	-8.049	-5.416
O	48.957	6.82	-3.114
O	60.372	6.427	-5.341
O	-53.102	6.723	-3.029
O	-29.651	6.785	-4.936
O	-51.213	-6.566	-5.908
O	-12.041	2.212	-1.635
O	-3.467	3.748	-1.537
O	54.699	-5.402	-3.432
O	22.974	6.96	-1.81
O	50.562	-4.4	-1.846
O	19.234	6.115	-5.358
O	-5.971	1.237	-1.664
O	2.375	-6.805	-3.681
O	-43.418	6.566	-3.299
O	-12.639	3.814	19.274
O	-19.436	-6.855	-1.999
O	-9.288	-2.721	-4.486
O	-17.56	-2.511	-4.066
O	3.944	-1.233	-5.746
O	-2.618	-2.636	-0.591
O	-14.866	0.173	20.047
O	-36.52	4.121	-1.86
O	66.47	-1.358	-1.233
O	-10.013	7.606	-4.087
O	-49.505	-6.174	17.911
O	-28.353	5.228	19.397
O	33.813	1.181	19.634
O	-50.573	-4.063	-6.118
O	-10.274	4.198	-1.57
O	13.108	-6.011	-5.259
O	-14.154	-1.521	-1.738
O	-16.02	0.025	-0.792
O	25.568	7.183	-4.787
O	55.557	5.342	19.855
O	-1.456	7.121	-1.383
O	15.481	-5.944	-6.329
O	45.045	-7.322	-0.895
O	-22.107	-3.638	-4.052
O	30.063	8.08	20.264
O	-44.039	1.834	17.169
O	57.535	-2.258	19.51
O	-53.066	-4.749	-6.476
O	-10.569	-3.218	-6.662
O	17.123	-6.754	-4.552
O	-26.836	3.119	19.041
O	-1.472	-0.455	-5.208
O	29.751	-7.146	-3.377
O	-8.011	2.775	-0.893
O	2.011	5.456	19.579
O	33.153	-6.991	18.017
O	-5.209	-4.403	18.475
O	44.603	1.177	-1.062
O	-10.625	0.049	-0.984
O	-2.516	5.496	-3.207
O	38.885	6.849	-1.743
O	61.622	4.183	-4.886
O	-14.681	-6.071	19.861
O	-12.275	-5.258	18.837
O	-5.124	5.43	-0.428
O	-55.05	5.79	-4.59
O	-0.132	6.561	-3.619
O	-31.152	-3.761	-7.006
O	47.239	-0.925	19.954
O	63.004	2.3	-3.728
O	-4.496	-0.952	-1.443
O	-5.227	-5.363	-0.318
O	-35.867	-2.694	-1.637
O	39.505	-3.717	18.925
O	23.065	0.423	-2.75
O	60.608	4.506	17.762
O	34.259	-1.662	-3.016
O	-29.604	-7.188	-3.828
O	-25.435	0.157	19.111
O	8.025	3.217	-2.998
O	-34.458	-6.961	18.034
O	-56.408	7.434	-7.097
O	15.572	0.224	-2.68
O	66.454	0.922	-2.495
O	-52.772	-7.117	-3.874
O	-19.808	-5.538	19.598
O	-59.758	2.983	-3.234
O	19.593	-5.411	20.555
O	-36.466	-7.109	-1.826
O	-59.585	2.801	19.859
O	12.011	-7.125	19.541
O	-57.897	-0.46	-2.631
O	-36.026	-0.277	16.926
O	39.348	2.755	-3.672
O	2.931	2.969	-3.536
O	22.288	-1.004	19.859
O	35.946	0.02	-3.87
O	23.167	5.395	-3.877
O	46.26	-4.511	-3.509
O	-56.673	-6.827	-5.736
O	-33.829	-1.433	-6.141
O	-16.54	4.941	19.009
O	-43.868	-5.287	19.93
O	-22.755	-1.201	-3.264

Results
total energy: -751518.914 eV
total energy less fixed offsets of O -438.25, Si -107.07 eV per atom: 34.366 eV

Forces (eV/angstrom) on atoms 1076 to 1395 of the 3456, counted in the order above; the others are left out for length: element, x, y, z
Si	0.027	0.026	-0.194
Si	0.029	-0.014	0.013
Si	-0.043	-0.026	0.027
Si	-0.02	-0.013	0.193
Si	0.035	-0.062	-0.093
Si	0.111	-0.32	0.641
Si	-0.154	0.067	0.686
Si	0.235	-0.236	0.783
Si	-0.035	0.178	0.703
Si	0.28	-0.038	0.637
Si	0.025	0.042	0.693
Si	0.141	-0.141	0.786
Si	0.134	-0.158	0.767
Si	0.015	-0.003	0.496
Si	-0.005	0.037	0.498
Si	-0.122	0.251	0.762
Si	-0.333	0.209	0.64
Si	-0.086	0.184	0.764
Si	-0.283	0.193	0.63
Si	0.009	-0.043	0.65
Si	-0.258	0.166	0.671
Si	0.229	-0.218	0.611
Si	-0.185	0.133	0.73
Si	0.039	0.013	-0.011
Si	-0.006	-0.004	-0.015
Si	-0.046	0.021	-0.008
Si	-0.015	0.036	-0.062
Si	-0.045	-0.046	-0.02
Si	-0.001	-0.039	-0.098
Si	0.052	-0.005	-0.088
Si	0.04	-0.048	-0.063
Si	0.011	0.032	-0.044
Si	0.002	-0.001	-0.052
Si	-0.061	-0.009	-0.039
Si	0.03	0.017	-0.069
Si	0.006	-0.03	-0.04
Si	-0.031	-0.026	-0.021
Si	0.097	-0.023	-0.022
Si	-0.053	-0.038	-0.035
Si	-0.035	0.048	-0.021
Si	-0.054	0.104	-0.031
Si	-0.018	-0.001	0.013
Si	-0.017	0.001	0.036
Si	0.008	-0.032	-0.004
Si	0.038	-0.007	-0.018
Si	0.031	-0.002	0.007
Si	-0.003	-0.005	0
Si	0.004	-0.005	0.061
Si	0.013	-0.021	0.06
Si	-0.043	0.001	0.05
Si	-0.033	0.032	0.065
Si	0.029	0	-0.006
Si	-0.051	0.002	0.023
Si	0.003	0.023	-0.029
Si	0.019	0.038	0.017
Si	0.008	-0.005	0.036
Si	0.003	0.006	0.025
Si	-0.054	-0.014	0.037
Si	-0.007	-0.018	-0.003
Si	0.005	-0.018	0.012
Si	0.014	0.001	0.014
Si	-0.001	0.003	-0.071
Si	0.027	-0.017	0.008
Si	0.028	-0.008	-0.012
Si	-0.037	0.026	0.008
Si	-0.009	0.018	-0.018
Si	-0.018	0.018	0.009
Si	0.036	0.003	0.003
Si	0.001	-0.013	-0.011
Si	-0.02	-0.001	-0.047
Si	-0.012	0.009	-0.026
Si	-0.015	0.035	-0.01
Si	-0.019	0.005	-0.009
Si	-0.025	-0.004	0
Si	0.002	0.009	0.033
Si	0.028	-0.016	-0.025
Si	0.039	0.013	-0.021
Si	0.026	-0.009	-0.01
Si	-0.014	-0.007	0.03
Si	-0.008	-0.006	-0.003
Si	0	-0.033	0.015
Si	0.007	-0.014	0.006
Si	0.001	0.009	-0.015
Si	0.017	0.009	0
Si	-0.014	0.023	0.036
Si	-0.016	-0.008	-0.022
Si	0.019	-0.003	0.022
Si	-0.015	0.008	-0.02
Si	-0.019	-0.023	0.038
Si	0.006	0.023	0.02
Si	-0.026	0.001	0.02
Si	0.014	-0.014	-0.023
Si	0.007	0.02	0.004
Si	-0.006	-0.004	-0.011
Si	-0.016	-0.033	0.023
Si	0.005	0.017	0.02
Si	0.005	-0.018	0
Si	0.044	0.023	-0.025
Si	0.017	-0.007	0.002
Si	0	0.027	0.019
Si	-0.045	-0.001	-0.013
Si	0.006	0.006	0.004
Si	0.006	-0.017	-0.047
Si	-0.026	-0.008	0.052
Si	0.023	-0.021	0.025
Si	-0.017	-0.025	0.064
Si	0	0.006	0.039
Si	0.015	0.018	0.016
Si	0.006	0.004	0.051
Si	-0.013	-0.02	0.038
Si	-0.005	-0.008	-0.004
Si	-0.018	0.044	0.036
Si	0.044	0.007	-0.009
Si	-0.024	-0.005	-0.041
Si	0.011	-0.001	-0.008
Si	-0.025	-0.005	-0.011
Si	0.015	-0.018	-0.052
Si	0.05	0.011	-0.013
Si	0.017	-0.004	-0.024
Si	-0.027	-0.031	-0.02
Si	0.065	0.056	-0.065
Si	0.019	0.016	-0.03
Si	-0.021	-0.003	-0.002
Si	-0.001	0.011	-0.025
Si	-0.044	0.012	-0.015
Si	0.009	0.034	-0.004
Si	-0.033	-0.046	-0.008
Si	-0.016	0.027	-0.007
Si	0.005	-0.025	-0.019
Si	0.035	-0.034	-0.018
Si	-0.042	0.03	0.035
Si	0.029	0.024	0.051
Si	0.025	-0.035	0.054
Si	-0.006	-0.002	0.038
Si	-0.039	0.018	0.032
Si	-0.005	-0.02	0.015
Si	0.001	-0.071	0.049
Si	-0.023	0.044	0.028
Si	0.027	-0.019	-0.024
Si	-0.126	0.033	0.086
Si	0.03	-0.072	0.107
Si	-0.005	0.005	0.081
Si	0.024	0.062	0.011
Si	0.007	0.004	0.054
Si	0.002	-0.002	0.072
Si	0.023	-0.005	0.07
Si	0.014	-0.067	0.021
Si	0.001	0.02	0.057
Si	-0.015	-0.03	0.067
Si	-0.284	-0.219	-0.694
Si	0.236	0.201	-0.727
Si	-0.065	0.201	-0.681
Si	0	-0.037	-0.758
Si	-0.196	-0.039	-0.684
Si	0.199	0.423	-0.635
Si	-0.218	-0.174	-0.628
Si	0.15	0.06	-0.656
Si	0.014	0.157	-0.586
Si	0.154	0.377	-0.67
Si	-0.012	-0.064	-0.528
Si	0.292	0.111	-0.688
Si	0.166	0.018	-0.697
Si	-0.395	-0.102	-0.806
Si	-0.136	-0.324	-0.756
Si	0.095	0.304	-0.65
Si	-0.249	-0.232	-0.656
Si	0.231	0.482	-0.624
Si	0.028	0.129	-0.056
Si	-0.055	-0.002	-0.072
Si	-0.065	0.061	-0.067
Si	-0.109	0.063	-0.093
Si	-0.038	0.107	0.018
Si	0.071	-0.092	0.011
Si	0.111	0.077	-0.088
Si	0.09	-0.146	-0.051
Si	0.031	0.023	-0.012
Si	-0.062	0.055	-0.053
Si	-0.159	-0.106	-0.086
Si	-0.023	0.044	-0.037
Si	-0.052	0.073	-0.015
Si	0.029	-0.007	-0.115
Si	-0.013	-0.03	-0.051
Si	-0.005	-0.04	0.175
Si	0.053	0.115	-0.152
Si	-0.114	0.137	-0.058
Si	0.062	0.082	0.03
Si	0.04	0.087	-0.103
Si	-0.017	-0.105	-0.131
Si	-0.01	0.032	-0.021
Si	0.086	0.082	0.003
Si	0.011	0.031	0.043
Si	-0.122	-0.134	0.049
Si	-0.026	0.027	-0.003
Si	-0.034	-0.016	0.006
Si	0.002	0.006	-0.299
Si	-0.001	-0.167	0.095
Si	-0.125	-0.089	-0.162
Si	0.106	0.071	0.06
Si	-0.004	-0.027	-0.037
Si	-0.091	-0.025	-0.119
Si	0.191	-0.018	0.09
Si	-0.02	0.117	0.035
Si	-0.015	0.131	-0.01
Si	0.116	0.09	0.088
Si	0.047	-0.096	0.122
Si	0.057	-0.039	-0.002
Si	-0.067	-0.001	0.127
Si	-0.075	-0.095	-0.042
Si	-0.064	-0.06	-0.044
Si	0.055	0.053	0.153
Si	-0.034	-0.048	0.159
Si	0.105	0.029	-0.081
Si	0.06	0.002	0.147
Si	-0.107	0.002	0.095
Si	-0.09	-0.091	0.124
Si	0.057	-0.126	0.099
Si	0.058	0.16	-0.034
Si	-0.056	0.046	-0.036
Si	0.167	-0.063	0.013
Si	0.067	-0.048	0.087
Si	0.11	0.003	0.079
Si	-0.186	0.112	0.729
Si	-0.101	0.094	0.722
Si	0.226	-0.122	0.73
Si	0.406	-0.215	0.765
Si	0.017	-0.019	0.626
Si	0.051	-0.016	0.481
Si	0.25	-0.181	0.747
Si	0.097	-0.074	0.803
Si	-0.265	0.162	0.654
Si	-0.055	0.061	0.678
Si	-0.002	-0.116	0.704
Si	-0.04	-0.012	0.689
Si	-0.181	0.056	0.73
Si	-0.173	0.274	0.681
Si	0.045	-0.084	0.659
Si	-0.113	0.22	0.739
Si	0.055	-0.194	0.658
Si	0.22	-0.141	0.693
Si	-0.067	0.032	-0.04
Si	0.031	0.013	-0.047
Si	0.013	-0.024	-0.084
Si	-0.022	-0.053	-0.073
Si	-0.001	0.026	-0.034
Si	0.014	0.027	-0.041
Si	-0.018	-0.022	-0.037
Si	0.009	-0.023	-0.033
Si	0.013	-0.009	-0.023
Si	0.004	0.028	-0.019
Si	0.006	-0.006	-0.03
Si	0.009	-0.005	-0.044
Si	-0.019	0.004	-0.036
Si	0.01	-0.084	0.008
Si	0.016	-0.03	-0.051
Si	0.04	-0.008	-0.047
Si	-0.001	-0.007	-0.053
Si	-0.025	-0.016	-0.037
Si	0.024	0.024	0.016
Si	-0.035	-0.042	0.009
Si	0.042	0.026	0.058
Si	0.031	-0.051	0.056
Si	-0.024	0.029	0.069
Si	0.01	0.001	0.039
Si	-0.014	-0.011	0.011
Si	-0.015	-0.001	0.019
Si	-0.01	0.041	-0.015
Si	0.021	0.009	0.002
Si	-0.027	-0.021	0.035
Si	-0.003	-0.003	-0.032
Si	-0.022	-0.002	-0.021
Si	-0.001	0.044	0.026
Si	0	0.003	0.019
Si	-0.02	-0.032	-0.017
Si	0.024	0.022	0.017
Si	0.006	-0.02	0.032
Si	-0.01	-0.065	-0.009
Si	0.001	0.016	-0.037
Si	-0.036	0.029	-0.011
Si	-0.019	0	0.002
Si	0.026	-0.016	-0.016
Si	0.006	0.007	0.011
Si	0.018	0	-0.001
Si	0.033	-0.02	-0.016
Si	0.02	-0.009	-0.011
Si	0.001	-0.003	-0.027
Si	-0.008	0.017	-0.027
Si	-0.026	0.022	0.011
Si	0.015	-0.015	0.01
Si	0.01	0.011	0.032
Si	-0.001	-0.017	-0.012
Si	-0.009	0.005	-0.01
Si	-0.004	0.024	-0.038
Si	0.008	-0.012	-0.004
Si	-0.025	-0.003	0.017
Si	-0.018	-0.018	0.012
Si	0.022	0.013	0.028
Si	-0.007	0.006	0.018
Si	0.008	-0.019	-0.002
Si	-0.001	0.001	0.006
Si	-0.005	0.011	-0.011
Si	0.005	0.01	0.006
Si	0.008	-0.012	0.014
Si	0.003	0.012	0.021
Si	-0.013	0.031	0.005
Si	-0.011	0.01	0.017
Si	0.013	0.01	-0.002
Si	0.008	0.006	0
Si	0.016	0.014	0.001
Si	-0.006	-0.006	0.017
Si	-0.003	0.008	0.019
Si	0	-0.014	0.022
Si	0.037	0.027	0.024
Si	0.01	-0.01	0.011
Si	0.005	0.006	0.002
Si	-0.016	-0.017	0.02
Si	0.015	0.012	0.033
Si	-0.008	0.016	-0.021
Si	-0.002	-0.029	-0.005
Si	-0.051	-0.003	0.01
Si	0.013	-0.01	0.028
